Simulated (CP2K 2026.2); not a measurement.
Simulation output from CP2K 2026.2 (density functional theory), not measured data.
Periodic cell of 3024 atoms, Si2160O864, from a study of silicon, its oxide and their interface. The atomic structure is a simulated model.
Doubt: the forces sum to 3.98 eV/angstrom along one axis rather than to zero, so they err by at least 0.0013 eV/angstrom per atom on average; the grid cutoff is modest.

Settings: functional PBE; method Gaussian and plane waves; basis set DZVP-MOLOPT-SR-GTH; pseudopotentials GTH-PBE; grid cutoff 300 Ry, relative cutoff 40 Ry; k points Gamma only; occupations fixed; spin none; net charge 0.

Cell vectors (angstrom)
a	97.92	0	0
b	0	16.32	0
c	-6.1817	2.6282	33.5123

Atoms: element, x, y, z (angstrom)
Si	1.465	-1.331	0.394
Si	4.489	1.001	0.414
Si	1.456	4.325	0.272
Si	4.148	6.96	0.7
Si	1.936	-7.19	0.378
Si	4.874	-4.433	0.269
Si	6.843	-1.055	0.468
Si	9.521	1.722	0.424
Si	7.169	3.819	0.385
Si	9.949	6.601	0.46
Si	6.922	9.538	0.833
Si	9.818	-4.465	0.686
Si	12.458	-1.772	0.542
Si	14.959	1.155	0.672
Si	12.183	4.415	0.672
Si	15.277	6.536	0.594
Si	12.063	-6.592	0.575
Si	14.737	-3.887	0.664
Si	2.965	-0.151	1.752
Si	5.594	2.653	1.699
Si	2.883	5.381	1.811
Si	5.626	8.087	2.056
Si	3.02	-5.433	1.521
Si	5.734	-2.755	1.703
Si	8.386	0.093	1.774
Si	10.992	2.79	1.886
Si	8.283	5.437	1.72
Si	10.97	-8.178	1.907
Si	8.354	-5.537	2.118
Si	10.944	-2.849	1.942
Si	13.473	-0.107	1.907
Si	16.169	2.715	1.962
Si	13.702	5.515	2.015
Si	16.391	-8.179	1.888
Si	13.595	-5.464	1.942
Si	16.249	-2.708	1.969
Si	1.593	1.318	3
Si	4.246	3.986	3.102
Si	1.52	6.743	3.141
Si	4.207	9.568	3.159
Si	1.6	-4.181	2.974
Si	4.281	-1.512	3.115
Si	6.949	1.358	3.158
Si	9.584	4.113	3.218
Si	6.978	6.669	3.258
Si	9.647	-6.94	3.395
Si	6.959	-4.062	3.25
Si	9.606	-1.367	3.186
Si	12.218	1.329	3.257
Si	14.915	4.062	3.375
Si	12.321	6.852	3.323
Si	14.986	-6.842	3.234
Si	12.27	-4.153	3.368
Si	14.888	-1.37	3.329
Si	0.191	-0.025	4.362
Si	2.876	2.64	4.452
Si	0.103	5.333	4.353
Si	2.853	8.142	4.485
Si	0.192	-5.517	4.338
Si	2.868	-2.827	4.445
Si	5.583	-0.072	4.48
Si	8.237	2.716	4.58
Si	5.554	5.329	4.54
Si	8.246	-8.28	4.68
Si	5.55	-5.439	4.559
Si	8.268	-2.702	4.607
Si	10.899	-0.034	4.626
Si	13.568	2.662	4.667
Si	10.934	5.439	4.622
Si	13.657	-8.141	4.685
Si	10.945	-5.519	4.724
Si	13.601	-2.761	4.703
Si	1.205	-1.52	16.775
Si	3.949	1.215	16.783
Si	1.188	3.932	16.734
Si	3.942	6.701	16.807
Si	1.171	-6.921	16.819
Si	3.965	-4.206	16.867
Si	6.682	-1.49	16.869
Si	9.427	1.276	16.842
Si	6.689	3.98	16.834
Si	9.492	-9.584	16.888
Si	6.722	-6.895	16.89
Si	9.473	-4.214	16.899
Si	12.236	-1.483	16.886
Si	15.016	1.283	16.863
Si	12.217	4.03	16.862
Si	14.952	-9.585	16.887
Si	12.214	-6.887	16.935
Si	14.929	-4.163	16.89
Si	2.565	-0.153	18.131
Si	5.299	2.577	18.15
Si	2.541	5.302	18.098
Si	5.28	8.077	18.197
Si	2.53	-5.55	18.202
Si	5.33	-2.859	18.271
Si	8.058	-0.108	18.191
Si	10.795	2.673	18.152
Si	8.075	5.361	18.163
Si	10.856	-8.253	18.323
Si	8.123	-5.578	18.292
Si	10.87	-2.874	18.243
Si	13.67	-0.132	18.188
Si	16.378	2.678	18.203
Si	13.565	5.389	18.258
Si	16.389	-8.296	18.23
Si	13.598	-5.547	18.305
Si	16.328	-2.781	18.176
Si	1.111	1.194	19.405
Si	3.882	3.929	19.456
Si	1.129	6.578	19.48
Si	3.851	-6.926	19.572
Si	1.165	-4.194	19.601
Si	3.884	-1.491	19.581
Si	6.661	1.238	19.539
Si	9.422	4.02	19.548
Si	6.695	6.718	19.497
Si	9.498	-6.912	19.729
Si	6.761	-4.219	19.642
Si	9.459	-1.484	19.5
Si	12.222	1.268	19.361
Si	14.959	4.01	19.548
Si	12.207	-9.625	19.708
Si	15.042	-6.939	19.592
Si	12.209	-4.207	19.703
Si	15.043	-1.456	19.631
Si	-0.24	-0.173	20.819
Si	2.426	2.608	20.761
Si	-0.301	5.211	20.81
Si	2.501	7.895	20.881
Si	-0.186	-5.634	20.906
Si	2.455	-2.786	21.038
Si	5.291	-0.105	20.905
Si	8.059	2.59	20.858
Si	5.338	5.244	20.736
Si	8.001	8.063	20.984
Si	5.23	-5.536	20.921
Si	8.216	-2.813	20.973
Si	10.923	-0.131	20.691
Si	13.478	2.657	20.747
Si	10.713	5.382	21.03
Si	13.735	-8.348	21.003
Si	10.913	-5.612	21.179
Si	13.677	-2.874	21.015
Si	1.341	-1.09	22.352
Si	3.61	1.098	22.06
Si	0.831	3.629	22.194
Si	4.193	6.75	22.065
Si	0.812	-7.406	22.156
Si	4.129	-3.925	22.247
Si	6.472	-1.756	22.129
Si	9.727	1.378	21.961
Si	6.865	4.153	22.143
Si	9.019	6.453	22.373
Si	6.28	-7.174	22.197
Si	9.46	-4.237	22.501
Si	12.478	-1.182	22.114
Si	14.608	1.142	22.073
Si	11.861	3.662	22.127
Si	15.359	-9.511	22.353
Si	12.677	-6.786	22.379
Si	14.885	-4.488	22.308
Si	6.328	1.205	-5.859
Si	6	-4.295	-2.628
Si	5.377	2.359	24.187
Si	12.381	-7.468	-6.832
Si	20.463	2.071	-6.354
Si	3.774	-3.233	-4.521
Si	11.226	1.338	-6.802
Si	9.798	3.192	26.335
Si	0.581	7.866	24.891
Si	3.99	2.943	-4.698
Si	18.751	2.202	-1.478
Si	12.356	4.624	25.049
Si	5.469	5.623	-4.56
Si	5.986	5.781	-1.612
Si	0.559	-1.328	25.483
Si	15.737	6.683	25.354
Si	12.192	7.85	25.097
Si	13.382	-2.888	-4.191
Si	11	-3.947	25.346
Si	7.772	-5.863	24.28
Si	11.726	-1.133	25.108
Si	15.543	3.279	-3.88
Si	15.818	-4.403	-4.157
Si	20.195	-2.608	-2.237
Si	13.811	2.051	-5.754
Si	15.964	-1.494	-4.705
Si	1.278	5.023	24.933
Si	13.588	2.798	-1.615
Si	5.249	-1.493	-6.659
Si	16.33	1.771	24.275
Si	9.366	0.695	24.828
Si	8.929	-5.173	-6.266
Si	2.707	-4.695	24.978
Si	16.121	-5.678	-1.577
Si	8.245	5.197	-5.748
Si	11.752	-4.387	-6.489
Si	9.355	-8.209	25.065
Si	6.781	-0.305	24.772
Si	3.92	-7.066	26.233
Si	13.931	-7.927	-1.589
Si	-0.273	-4.054	25.032
Si	14.066	4.924	-5.778
Si	21.856	5.693	-1.642
Si	10.881	1.462	-2.466
Si	17.871	-0.724	-2.237
Si	8.255	7.982	-1.593
Si	16.176	-7.188	-5.368
Si	7.468	-6.629	-3.911
Si	5.398	-7.931	-5.76
Si	11.194	-1.504	-2.363
Si	2.786	2.459	-1.865
Si	13.628	7.621	-4.519
Si	4.04	6.234	25.131
Si	8.447	-2.757	-1.604
Si	17.212	-1.082	0.611
Si	20.586	1.068	0.75
Si	17.323	4.181	0.563
Si	20.057	6.996	0.567
Si	17.95	-7.032	0.536
Si	20.714	-4.11	0.496
Si	22.767	-1.108	0.776
Si	25.402	1.57	0.518
Si	23.214	3.787	0.434
Si	25.916	6.592	0.661
Si	22.815	-6.47	0.286
Si	26.025	-4.347	0.767
Si	28.617	-1.768	0.35
Si	30.93	1.21	0.531
Si	28.103	4.428	0.489
Si	31.116	6.737	0.436
Si	28.165	-6.534	0.469
Si	30.873	-3.865	0.658
Si	18.917	-0.066	1.914
Si	21.736	2.702	1.927
Si	18.934	5.38	1.845
Si	21.698	-8.083	1.705
Si	19.077	-5.356	1.737
Si	21.711	-2.718	2.062
Si	24.356	0.076	1.971
Si	27.002	2.769	1.749
Si	24.318	5.376	1.824
Si	27.096	-8.124	1.85
Si	24.313	-5.471	1.832
Si	27.178	-2.749	1.948
Si	29.59	-0.126	1.81
Si	32.221	2.857	1.623
Si	29.663	5.546	1.816
Si	32.344	-7.886	1.464
Si	29.641	-5.38	1.885
Si	32.348	-2.485	1.747
Si	17.615	1.365	3.265
Si	20.333	4.076	3.209
Si	17.664	6.752	3.29
Si	20.386	-6.742	3.164
Si	17.685	-4.095	3.197
Si	20.25	-1.403	3.323
Si	23.038	1.395	3.364
Si	25.698	4.082	3.214
Si	22.997	6.831	3.116
Si	25.68	-6.815	3.192
Si	23.102	-4.088	3.304
Si	25.769	-1.333	3.195
Si	28.333	1.376	3.094
Si	31.024	4.172	3.102
Si	28.425	6.897	3.23
Si	31.091	-6.739	3.074
Si	28.433	-4.054	3.356
Si	31.036	-1.272	3.214
Si	16.274	-0.001	4.648
Si	18.997	2.718	4.607
Si	16.31	5.421	4.681
Si	19.043	-8.144	4.566
Si	16.332	-5.458	4.579
Si	18.955	-2.771	4.672
Si	21.648	-0.009	4.633
Si	24.405	2.761	4.657
Si	21.674	5.481	4.54
Si	24.36	-8.185	4.548
Si	21.707	-5.441	4.613
Si	24.447	-2.689	4.598
Si	27.069	0.057	4.555
Si	29.728	2.755	4.435
Si	27.065	5.486	4.527
Si	29.816	-8.077	4.509
Si	27.022	-5.436	4.583
Si	29.812	-2.673	4.609
Si	17.751	-1.395	16.863
Si	20.522	1.4	16.794
Si	17.745	4.031	16.84
Si	20.5	-9.545	16.878
Si	17.736	-6.884	16.869
Si	20.468	-4.093	16.754
Si	23.322	-1.323	16.715
Si	26.024	1.441	16.719
Si	23.253	4.106	16.806
Si	26.013	-9.506	16.705
Si	23.227	-6.838	16.741
Si	26.029	-4.045	16.744
Si	28.769	-1.282	16.597
Si	31.529	1.47	16.613
Si	28.792	4.147	16.699
Si	31.503	-9.422	16.619
Si	28.721	-6.745	16.644
Si	31.515	-3.985	16.529
Si	19.157	0.045	18.131
Si	21.953	2.69	18.186
Si	19.156	5.338	18.204
Si	21.897	-8.149	18.198
Si	19.118	-5.457	18.139
Si	21.934	-2.72	17.973
Si	24.701	0.051	18.077
Si	27.447	2.773	18.071
Si	24.633	5.517	18.104
Si	27.394	-8.142	18.033
Si	24.641	-5.492	18.029
Si	27.492	-2.648	18.015
Si	30.129	0.095	17.932
Si	32.948	2.859	17.932
Si	30.169	5.543	18.039
Si	32.962	-8.082	17.92
Si	30.164	-5.358	17.874
Si	32.884	-2.608	17.871
Si	17.783	1.357	19.558
Si	20.586	4.014	19.556
Si	17.737	-9.725	19.583
Si	20.518	-6.74	19.511
Si	17.7	-4.148	19.477
Si	20.695	-1.283	19.311
Si	23.371	1.337	19.544
Si	26.074	4.178	19.372
Si	23.312	-9.477	19.572
Si	25.949	-6.892	19.404
Si	23.272	-4.1	19.297
Si	26.193	-1.223	19.363
Si	28.855	1.407	19.425
Si	31.607	4.199	19.352
Si	28.828	-9.388	19.432
Si	31.6	-6.642	19.189
Si	28.857	-4.073	19.325
Si	31.459	-1.304	19.234
Si	16.396	0.024	20.945
Si	19.291	2.598	20.925
Si	16.383	5.156	21.02
Si	19.144	-8.243	20.75
Si	16.452	-5.585	20.946
Si	19.155	-2.573	20.421
Si	22.053	-0.121	20.905
Si	24.85	2.74	20.774
Si	21.986	5.365	20.883
Si	24.653	-8.076	21.039
Si	21.937	-5.28	20.822
Si	24.798	-2.762	20.396
Si	27.543	0.067	20.91
Si	30.223	2.846	20.724
Si	27.364	5.604	20.754
Si	30.344	-7.988	20.642
Si	27.4	-5.521	20.534
Si	30.223	-2.713	20.731
Si	18.158	-1.163	21.967
Si	20.439	0.974	22.254
Si	17.849	3.782	22.332
Si	20.8	-9.271	21.997
Si	17.615	-7.253	22.199
Si	20.314	-3.926	21.831
Si	23.674	-1.554	21.944
Si	26.535	1.818	22.178
Si	23.641	4.194	22.112
Si	25.766	-9.773	22.299
Si	22.928	-6.874	22.259
Si	26.16	-4.022	21.771
Si	28.487	-1.809	22.066
Si	31.768	1.508	21.88
Si	28.657	4.118	21.958
Si	32.05	-9.134	21.842
Si	28.944	-6.565	21.884
Si	32.048	-3.662	21.911
Si	31.041	4.176	-3.606
Si	13.784	-4.517	26.118
Si	25.114	0.152	24.204
Si	29.927	-7.804	-1.792
Si	29.086	1.58	26.366
Si	20.216	-4.942	-3.875
Si	23.209	-3.978	26.272
Si	29.488	2.709	-1.702
Si	14.753	-7.199	26.374
Si	22.718	-3.579	-3.363
Si	35.99	2.23	-2.641
Si	34.036	1.827	-6.738
Si	22.875	0.328	-6.345
Si	20.247	5.96	-4.221
Si	19.051	-5.545	23.907
Si	30.324	5.875	24.042
Si	30.459	-5.01	23.909
Si	29.421	-4.291	-5.471
Si	34.513	3.055	24.92
Si	25.825	-4.626	24.688
Si	27.037	-6.953	26.296
Si	34.047	-2.472	-2.189
Si	21.803	2.992	24.193
Si	38.813	-3.299	-4.237
Si	28.624	0.518	-6.17
Si	27.145	-0.801	26.328
Si	19.791	5.343	24.092
Si	31.155	2.337	-6.127
Si	17.092	-3.265	24.143
Si	31.289	0.387	24.732
Si	21.908	-2.55	23.924
Si	27.471	-2.157	-5.613
Si	21.871	-6.349	25.128
Si	32.642	-6.625	-2.696
Si	28.925	6.513	-3.682
Si	16.866	-0.718	25.726
Si	27.397	5.96	-5.975
Si	26.293	6.528	25.376
Si	25.941	6.691	-3.732
Si	25.66	4.02	-4.599
Si	20.391	-4.21	-6.852
Si	34.263	-8.074	-4.67
Si	36.096	6.438	-3.032
Si	27.294	1.685	-3.757
Si	36.681	1.998	-5.25
Si	24.173	7.883	-1.649
Si	32.213	-3.963	-4.228
Si	24.392	-2.131	-5.511
Si	19.023	-7.609	-4.371
Si	26.566	-0.448	-1.707
Si	18.717	3.327	-4.135
Si	22.595	-0.21	25.483
Si	18.255	5.472	26.493
Si	24.533	-2.614	-1.338
Si	33.236	-0.855	0.291
Si	36.533	1.144	0.11
Si	33.281	4.451	0.269
Si	36.945	6.422	-0.154
Si	33.104	-6.021	0.115
Si	36.09	-3.954	-0.224
Si	38.764	-1.02	-0.045
Si	41.401	1.977	-0.288
Si	39.146	4.153	0.189
Si	41.52	7.029	-0.052
Si	39.326	-7.074	-0.251
Si	41.973	-4.171	-0.236
Si	44.761	-1.343	-0.166
Si	46.801	1.726	-0.3
Si	44.731	4.129	-0.299
Si	47.724	6.649	-0.546
Si	44.224	-6.373	-0.389
Si	47.04	-3.494	-0.196
Si	34.987	0.109	1.512
Si	37.709	2.766	1.367
Si	35.148	5.525	1.247
Si	37.808	-8.149	1.199
Si	34.96	-5.271	1.362
Si	37.55	-2.599	1.18
Si	40.436	0.227	1.077
Si	43.121	2.979	1.024
Si	40.474	5.589	1.443
Si	43.206	-8.012	1
Si	40.418	-5.377	1.042
Si	43.182	-2.588	1.047
Si	45.896	0.18	1.18
Si	48.672	2.795	0.775
Si	46.057	5.652	0.872
Si	48.776	-8.03	0.79
Si	45.908	-5.255	0.906
Si	48.744	-2.458	1.014
Si	33.712	1.527	2.892
Si	36.408	4.176	2.723
Si	33.843	6.984	2.676
Si	36.417	-6.736	2.561
Si	33.796	-3.918	2.906
Si	36.396	-1.286	2.763
Si	39.177	1.464	2.646
Si	41.954	4.248	2.604
Si	39.122	6.957	2.729
Si	41.861	-6.668	2.441
Si	39.07	-3.976	2.423
Si	41.848	-1.177	2.387
Si	44.482	1.562	2.412
Si	47.389	4.212	2.229
Si	44.686	6.981	2.289
Si	47.374	-6.656	2.169
Si	44.607	-3.933	2.389
Si	47.423	-1.117	2.414
Si	32.468	0.155	4.367
Si	35.139	2.854	4.188
Si	32.524	5.607	4.204
Si	35.182	-8.045	4.097
Si	32.491	-5.317	4.307
Si	35.172	-2.607	4.243
Si	37.855	0.093	4.026
Si	40.591	2.851	3.94
Si	37.818	5.539	4.053
Si	40.591	-7.995	3.931
Si	37.834	-5.344	3.901
Si	40.514	-2.591	3.765
Si	43.233	0.139	3.796
Si	46.01	2.896	3.658
Si	43.394	5.639	3.794
Si	46.065	-7.991	3.631
Si	43.276	-5.301	3.771
Si	46.045	-2.566	3.695
Si	34.208	-1.228	16.479
Si	36.96	1.518	16.367
Si	34.217	4.206	16.469
Si	36.98	-9.378	16.385
Si	34.251	-6.695	16.492
Si	36.973	-3.908	16.373
Si	39.645	-1.233	16.244
Si	42.399	1.536	16.127
Si	39.648	4.252	16.291
Si	42.366	-9.326	16.139
Si	39.645	-6.61	16.257
Si	42.307	-3.947	16.162
Si	45.01	-1.2	16.039
Si	47.737	1.558	15.935
Si	45.091	4.289	16.046
Si	47.731	-9.323	16.002
Si	45.013	-6.682	16.048
Si	47.729	-3.9	15.907
Si	35.641	0.149	17.75
Si	38.335	2.887	17.716
Si	35.648	5.555	17.749
Si	38.356	-7.953	17.68
Si	35.655	-5.274	17.753
Si	38.352	-2.543	17.733
Si	41.083	0.139	17.479
Si	43.83	2.889	17.433
Si	41.056	5.67	17.546
Si	43.707	-7.99	17.545
Si	41.026	-5.295	17.637
Si	43.65	-2.531	17.455
Si	46.434	0.16	17.319
Si	49.104	2.986	17.23
Si	46.389	5.695	17.451
Si	49.123	-7.955	17.327
Si	46.436	-5.305	17.274
Si	49.103	-2.522	17.227
Si	34.413	1.498	19.213
Si	36.983	4.238	19.147
Si	34.411	-9.46	19.237
Si	37.04	-6.598	19.098
Si	34.383	-3.896	19.161
Si	37.028	-1.137	19.126
Si	39.821	1.48	18.881
Si	42.545	4.329	18.752
Si	39.778	-9.269	18.997
Si	42.333	-6.73	19.009
Si	39.778	-3.882	19.058
Si	42.382	-1.149	18.935
Si	45.189	1.491	18.783
Si	47.82	4.322	18.693
Si	45.109	-9.251	18.961
Si	47.811	-6.543	18.72
Si	45.032	-4.015	18.599
Si	47.798	-1.188	18.655
Si	32.905	0.129	20.383
Si	35.824	2.81	20.687
Si	33.123	5.472	20.679
Si	35.75	-7.967	20.518
Si	33.006	-5.253	20.476
Si	35.727	-2.509	20.561
Si	38.5	0.252	20.372
Si	41.234	2.932	20.035
Si	38.39	5.728	20.305
Si	41.098	-8.074	20.599
Si	38.464	-5.263	20.428
Si	41.069	-2.439	20.445
Si	43.816	0.21	20.233
Si	46.592	2.866	20.085
Si	43.78	5.612	20.307
Si	46.499	-7.778	20.259
Si	43.735	-5.255	20.129
Si	46.382	-2.67	19.869
Si	34.102	-1.278	21.759
Si	37.795	1.983	21.826
Si	34.118	3.703	22.04
Si	37.394	-9.044	21.792
Si	34.143	-6.803	21.782
Si	37.358	-3.712	21.782
Si	39.446	-1.325	21.833
Si	42.769	1.929	21.477
Si	39.881	4.298	21.317
Si	42.102	-9.92	21.852
Si	39.569	-6.751	21.899
Si	42.734	-3.656	21.521
Si	44.972	-1.499	21.331
Si	48.327	1.851	21.308
Si	45.086	4.006	21.417
Si	48.148	-9.021	21.368
Si	44.946	-6.559	21.643
Si	47.875	-3.872	21.21
Si	47.09	2.231	-5.754
Si	29.404	-7.585	24.55
Si	44.331	5.041	-6.805
Si	47.244	7.428	-3.596
Si	47.055	-1.976	23.252
Si	35.966	-2.437	-4.409
Si	46.557	-2.052	-4.987
Si	42.484	-0.233	26.545
Si	35.973	-5.557	-4.84
Si	34.699	5.394	26.509
Si	-48.039	-0.238	-3.214
Si	-45.517	5.533	23.353
Si	40.916	4.195	-4.273
Si	37.895	4.146	-3.65
Si	35.534	-4.924	23.929
Si	46.581	5.699	23.578
Si	46.444	-4.823	23.549
Si	44.083	-0.343	-5.098
Si	-45.291	-4.147	-3.22
Si	41.282	-5.048	23.998
Si	-44.303	1.472	-5.152
Si	-44.09	-6.724	-4.64
Si	47.151	5.322	-5.76
Si	-46.984	-1.442	-5.909
Si	32.082	4.243	25.945
Si	41.12	-3.16	26.432
Si	36.874	6.311	24.644
Si	-47.872	2.722	-3.111
Si	31.761	-1.866	26.602
Si	41.758	1.754	24.422
Si	38.991	0.597	24.172
Si	43.254	3.632	26.305
Si	38.297	4.773	26.56
Si	-47.932	-5.573	-3.418
Si	42.184	-7.408	-6.748
Si	44.183	-2.926	-6.49
Si	44.075	7.601	23.712
Si	43.069	-6.846	25.953
Si	42.852	5.354	-2.408
Si	45.273	-6.534	-3.263
Si	37.794	-5.539	-2.421
Si	-48.554	-7.573	-5.413
Si	-44.047	6.789	-3.219
Si	42.826	0.026	-2.253
Si	-44.645	5.315	-5.823
Si	34.413	-2.674	25.535
Si	-44.379	-1.55	-4.676
Si	40.6	-2.249	-2.238
Si	28.521	-2.91	24.849
Si	47.475	1.323	-3.159
Si	33.88	4.204	-2.697
Si	44.351	-5.743	-5.919
Si	42.352	6.598	-4.976
Si	34.411	0.105	24.561
Si	50.412	-1.49	-0.379
Si	53.326	1.232	-0.392
Si	49.912	4.335	-0.529
Si	52.585	7.158	-0.438
Si	50.37	-6.89	-0.537
Si	52.634	-3.774	-0.309
Si	55.45	-1.134	-0.639
Si	58.724	0.962	-0.376
Si	55.837	4.057	-0.594
Si	-39.702	7.225	0
Si	55.949	-6.956	-0.392
Si	-39.121	-4.387	-0.257
Si	-36.959	-1.292	-0.247
Si	-33.568	0.97	-0.33
Si	-36.865	3.9	-1.01
Si	-33.554	6.521	-0.454
Si	-36.939	-6.651	-0.319
Si	-33.278	-4.689	-0.437
Si	51.568	0.174	0.805
Si	54.509	2.754	0.92
Si	51.504	5.491	0.812
Si	54.226	-8.025	0.826
Si	51.439	-5.343	0.906
Si	54.346	-2.657	0.81
Si	57.046	-0.102	0.82
Si	-38.125	2.755	0.681
Si	-41.002	5.551	0.897
Si	-38.091	-8	1.201
Si	-40.832	-5.408	0.962
Si	-38.042	-2.827	1.079
Si	-35.283	-0.088	0.874
Si	-32.609	2.57	1.079
Si	-35.437	5.37	0.485
Si	-32.632	-8.293	1.116
Si	-35.19	-5.519	0.796
Si	-32.427	-2.907	0.902
Si	50.132	1.501	2.149
Si	52.974	4.156	2.129
Si	50.151	6.905	2.193
Si	52.898	-6.658	2.218
Si	50.084	-3.959	2.266
Si	52.956	-1.24	2.163
Si	55.791	1.339	2.25
Si	-39.512	4.105	2.091
Si	-42.356	6.916	2.235
Si	-39.505	-6.667	2.446
Si	-42.229	-3.993	2.207
Si	-39.513	-1.41	2.251
Si	-36.7	1.406	2.105
Si	-34.102	4.07	2.124
Si	-36.67	6.724	2.125
Si	-34.006	-6.861	2.316
Si	-36.536	-4.139	2.262
Si	-33.892	-1.483	2.195
Si	48.847	0.212	3.668
Si	51.554	2.842	3.496
Si	48.788	5.564	3.583
Si	51.542	-8.059	3.554
Si	48.743	-5.331	3.6
Si	51.555	-2.592	3.539
Si	54.315	0.071	3.567
Si	-40.791	2.756	3.541
Si	-43.666	5.524	3.569
Si	-40.917	-8.109	3.616
Si	-43.626	-5.325	3.562
Si	-40.881	-2.685	3.622
Si	-38.096	0.045	3.48
Si	-35.394	2.729	3.541
Si	-38.111	5.433	3.477
Si	-35.376	-8.238	3.594
Si	-38.025	-5.357	3.664
Si	-35.268	-2.73	3.621
Si	50.386	-1.157	15.799
Si	53.17	1.605	15.757
Si	50.472	4.309	15.876
Si	53.122	-9.337	15.781
Si	50.417	-6.616	15.877
Si	53.112	-3.907	15.696
Si	55.805	-1.154	15.725
Si	-39.387	1.532	15.704
Si	-42.089	4.241	15.734
Si	-39.416	-9.403	15.694
Si	-42.124	-6.659	15.695
Si	-39.375	-3.908	15.66
Si	-36.744	-1.255	15.7
Si	-34.039	1.462	15.722
Si	-36.724	4.19	15.725
Si	-34.001	-9.437	15.751
Si	-36.681	-6.719	15.701
Si	-34.054	-3.99	15.674
Si	51.763	0.282	17.034
Si	54.52	2.953	17.178
Si	51.888	5.639	17.247
Si	54.477	-7.98	17.12
Si	51.841	-5.23	17.136
Si	54.447	-2.545	17.036
Si	57.147	0.259	17.063
Si	-38.043	2.854	17.126
Si	-40.703	5.549	17.091
Si	-38.057	-8.056	17.034
Si	-40.749	-5.25	16.951
Si	-38.045	-2.608	17.105
Si	-35.417	0.124	17.046
Si	-32.749	2.826	17.133
Si	-35.349	5.515	17.083
Si	-32.701	-8.071	17.164
Si	-35.34	-5.35	17.067
Si	-32.735	-2.619	17.025
Si	50.562	1.681	18.488
Si	53.301	4.338	18.658
Si	50.578	-9.301	18.614
Si	53.21	-6.544	18.511
Si	50.551	-3.841	18.503
Si	53.089	-1.105	18.304
Si	55.928	1.673	18.543
Si	-39.358	4.215	18.527
Si	55.869	-9.385	18.391
Si	-39.381	-6.574	18.276
Si	55.855	-3.909	18.331
Si	58.483	-1.14	18.331
Si	-36.667	1.505	18.483
Si	-34.085	4.171	18.561
Si	-36.693	-9.424	18.385
Si	-34	-6.621	18.532
Si	-36.676	-4.035	18.459
Si	-34.102	-1.251	18.376
Si	49.246	0.304	19.813
Si	51.879	3.032	19.976
Si	49.21	5.717	20
Si	51.922	-7.877	19.938
Si	49.312	-5.173	19.942
Si	51.822	-2.379	19.794
Si	54.472	0.222	19.599
Si	57.247	2.997	20.091
Si	54.732	5.699	20.028
Si	57.267	-7.975	19.564
Si	54.66	-5.232	19.833
Si	57.108	-2.462	19.641
Si	59.807	0.174	19.721
Si	-35.375	2.775	20.028
Si	-37.907	5.524	19.847
Si	-35.508	-7.949	19.739
Si	-38.142	-5.325	19.797
Si	-35.307	-2.658	19.779
Si	50.756	-0.768	21.205
Si	53.068	1.333	21.046
Si	50.387	4.254	21.396
Si	53.586	-8.947	21.178
Si	50.347	-6.787	21.32
Si	53.454	-3.548	20.917
Si	55.525	-1.323	20.933
Si	58.759	1.608	21.271
Si	56.528	4.912	21.46
Si	58.717	-9.194	20.891
Si	55.897	-6.871	21.061
Si	58.602	-3.635	20.932
Si	60.905	-1.504	20.852
Si	-33.768	1.588	21.333
Si	-36.987	3.885	21.351
Si	-34.072	-9.241	20.964
Si	-37.088	-6.9	21.19
Si	-33.559	-3.615	21.108
Si	-39.763	2.942	-5.436
Si	48.738	4.662	25.572
Si	-29.229	1.838	-3.17
Si	-32.517	6.729	-3.337
Si	-29.067	-5.821	-5.885
Si	47.379	-4.207	-3.025
Si	-40.806	-5.124	23.216
Si	-39.635	6.706	25.973
Si	-41.044	6.917	-3.739
Si	-47.45	2.158	25.033
Si	-33.355	-3.233	-5.923
Si	-35.624	5.69	23.279
Si	-40.574	2.389	-2.502
Si	-43.512	2.716	-2.645
Si	-47.965	7.195	26.503
Si	-36.631	7.33	25.461
Si	-34.41	-6.739	25.416
Si	-34.38	-3.672	-3.229
Si	-32.057	-0.607	-5.545
Si	-43.287	-5.509	24.511
Si	-34.851	5.087	25.966
Si	-30.285	-0.859	-3.042
Si	-37.805	-4.354	-6.843
Si	-35.679	2.046	26.309
Si	-36.193	-1.885	23.556
Si	-37.556	-2.313	25.962
Si	-44.64	2.742	23.626
Si	-35.217	1.694	-2.722
Si	-48.937	-0.06	23.542
Si	-40.885	0.044	23.327
Si	-41.357	-1.82	25.502
Si	-42.197	2.123	25.365
Si	-37.072	-5.063	-4.051
Si	-34.643	7.498	-5.196
Si	-44.017	6.151	25.932
Si	-41.41	4.785	24.587
Si	-45.83	-5.176	23.225
Si	-33.273	2.309	-4.871
Si	-45.473	-4.176	25.896
Si	-38.415	6.083	-2.59
Si	47.484	-5.608	26.378
Si	-42.205	-7.755	26.239
Si	-31.177	3.884	-3.09
Si	-41.606	-1.641	-3.74
Si	-25.815	4.767	-3.347
Si	-41.312	7.35	-6.784
Si	-36.617	-7.84	-3.15
Si	-37.535	-1.506	-5.784
Si	-41.458	-6.577	-3.323
Si	-36.069	-1.331	-3.057
Si	-46.724	2.969	-5.96
Si	-39.793	-4.455	25.877
Si	-40.199	0.022	-5.718
Si	-39.756	-3.958	-3.122
Si	-31.289	-1.24	-0.295
Si	-28.002	1.161	-0.436
Si	-31.439	4.143	-0.101
Si	-29.02	7.048	-0.233
Si	-31.145	-6.948	0.001
Si	-28.253	-4.414	-0.386
Si	-25.842	-1.146	-0.395
Si	-23.188	1.688	-0.165
Si	-25.467	3.873	-0.323
Si	-22.668	6.515	-0.523
Si	-25.844	-6.579	-0.365
Si	-22.579	-4.312	-0.259
Si	-19.842	-1.671	-0.038
Si	-17.167	1.099	-0.048
Si	-20.574	4.079	-0.41
Si	-17.068	6.5	-0.081
Si	-20.438	-6.512	0.022
Si	-17.637	-3.881	0.006
Si	-29.701	0.036	0.861
Si	-27.026	2.725	0.992
Si	-29.905	5.394	1.134
Si	-27.131	-8.205	0.852
Si	-29.737	-5.477	1.095
Si	-27.092	-2.724	0.834
Si	-24.296	-0.027	0.98
Si	-21.622	2.739	1.195
Si	-24.303	5.498	0.898
Si	-21.657	-8.23	0.995
Si	-24.252	-5.465	0.953
Si	-21.507	-2.78	1.164
Si	-18.801	-0.001	1.21
Si	-16.032	2.685	1.252
Si	-18.848	5.269	0.887
Si	-16.013	-8.173	1.187
Si	-18.848	-5.405	1.3
Si	-16.043	-2.739	1.24
Si	-31.095	1.305	2.311
Si	-28.428	4.051	2.333
Si	-31.258	6.727	2.474
Si	-28.364	-6.859	2.362
Si	-31.114	-4.11	2.385
Si	-28.424	-1.374	2.254
Si	-25.665	1.353	2.355
Si	-23.003	4.167	2.412
Si	-25.745	6.795	2.241
Si	-23.02	-6.885	2.374
Si	-25.682	-4.067	2.237
Si	-22.945	-1.37	2.369
Si	-20.236	1.349	2.485
Si	-17.55	4.018	2.467
Si	-20.195	6.722	2.293
Si	-17.452	-6.842	2.509
Si	-20.218	-4.076	2.628
Si	-17.439	-1.363	2.589
Si	-32.536	-0.078	3.561
Si	-29.81	2.701	3.673
Si	-32.713	5.351	3.624
Si	-29.82	-8.176	3.69
Si	-32.579	-5.477	3.627
Si	-29.779	-2.699	3.672
Si	-27.069	-0.026	3.65
Si	-24.345	2.737	3.726
Si	-27.063	5.427	3.649
Si	-24.418	-8.197	3.699
Si	-27.027	-5.432	3.653
Si	-24.354	-2.737	3.674
Si	-21.623	-0.022	3.783
Si	-18.894	2.695	3.864
Si	-21.589	5.465	3.748
Si	-18.884	-8.242	3.761
Si	-21.653	-5.524	3.785
Si	-18.851	-2.702	3.93
Si	-31.345	-1.293	15.705
Si	-28.634	1.413	15.802
Si	-31.351	4.164	15.806
Si	-28.63	-9.551	15.808
Si	-31.387	-6.791	15.688
Si	-28.604	-4.044	15.732
Si	-25.89	-1.325	15.896
Si	-23.308	1.314	15.98
Si	-25.961	4.057	15.933
Si	-23.231	-9.516	15.977
Si	-25.91	-6.791	15.871
Si	-23.151	-4.064	16.004
Si	-20.568	-1.427	16.032
Si	-17.835	1.277	16.06
Si	-20.596	4.062	16
Si	-17.823	-9.49	16.1
Si	-20.503	-6.772	16.109
Si	-17.828	-4.161	16.118
Si	-30.039	0.072	17.081
Si	-27.336	2.686	17.288
Si	-29.994	5.472	17.221
Si	-27.299	-8.18	17.15
Si	-30.027	-5.415	16.951
Si	-27.28	-2.708	17.135
Si	-24.636	-0.019	17.427
Si	-22.001	2.7	17.313
Si	-24.622	5.435	17.286
Si	-21.913	-8.15	17.385
Si	-24.551	-5.446	17.248
Si	-21.887	-2.718	17.509
Si	-19.223	-0.092	17.374
Si	-16.49	2.663	17.372
Si	-19.278	5.485	17.313
Si	-16.585	-8.183	17.639
Si	-19.179	-5.429	17.569
Si	-16.503	-2.832	17.506
Si	-31.407	1.433	18.434
Si	-28.733	4.026	18.62
Si	-31.326	-9.408	18.539
Si	-28.77	-6.8	18.319
Si	-31.363	-4.047	18.255
Si	-28.685	-1.313	18.376
Si	-26.106	1.294	18.769
Si	-23.374	4.031	18.7
Si	-25.978	-9.489	18.595
Si	-23.238	-6.733	18.718
Si	-25.942	-4.075	18.504
Si	-23.324	-1.397	18.874
Si	-20.68	1.27	18.596
Si	-17.947	4.066	18.545
Si	-20.594	-9.518	18.756
Si	-17.994	-6.791	19.103
Si	-20.436	-3.956	18.953
Si	-17.876	-1.429	18.78
Si	-32.8	0.107	19.751
Si	-30.134	2.659	19.971
Si	-32.687	5.56	19.855
Si	-30.045	-7.957	19.904
Si	-32.525	-5.257	19.838
Si	-30.062	-2.7	19.579
Si	-27.565	-0.13	20.03
Si	-24.83	2.736	20.11
Si	-27.437	5.485	19.894
Si	-24.627	-8.106	20.015
Si	-27.411	-5.476	19.593
Si	-24.835	-2.796	20.128
Si	-21.908	0.019	20.166
Si	-19.277	2.664	19.785
Si	-21.93	5.375	20.014
Si	-19.484	-8.227	20.39
Si	-21.915	-5.329	20.116
Si	-19.073	-2.577	20.457
Si	-31.45	-1.377	20.872
Si	-29.313	0.85	21.306
Si	-31.657	3.929	21.232
Si	-28.549	-9.219	21.147
Si	-30.89	-6.198	21.303
Si	-28.722	-4.068	20.869
Si	-26.633	-1.849	21.359
Si	-23.168	1.64	21.323
Si	-25.962	4.449	21.355
Si	-23.523	-9.78	21.246
Si	-26.415	-6.986	21.035
Si	-23.243	-3.92	21.421
Si	-20.073	-0.705	21.572
Si	-17.884	1.421	21.132
Si	-20.768	3.699	21.206
Si	-17.725	-9.523	21.389
Si	-20.959	-6.714	21.751
Si	-17.339	-3.544	21.861
Si	-21.812	2.672	-5.496
Si	-26.477	-7.114	-3.02
Si	-26.088	4.868	24.356
Si	-18.75	-8.221	-2.056
Si	-21.971	-1.929	23.371
Si	-28.758	-5.251	-3.154
Si	-25.703	-3.514	25.576
Si	-23.403	7.417	26.551
Si	-32.436	-7.901	23.196
Si	-25.288	0.047	-5.758
Si	-16.619	2.255	-2.643
Si	-20.651	4.141	24.105
Si	-30.021	6.65	26.03
Si	-28.058	6.785	-2.886
Si	-35.444	-4.917	23.156
Si	-18.732	6.399	24.087
Si	-23.189	-5.992	23.714
Si	-20.761	-2.155	-5.515
Si	-13.16	-1.724	-5.669
Si	-26.068	-6.039	23.875
Si	-14.121	-6.315	-5.88
Si	-15.674	0.863	-4.893
Si	-19.331	-4.451	-4.651
Si	-16.25	4.636	-4.229
Si	-23.089	5.916	24.08
Si	-22.516	-3.871	25.593
Si	-34.265	0.204	24.227
Si	-17.487	6.981	-5.255
Si	-26.612	-7.596	-6.078
Si	-23.704	0.497	24.189
Si	-26.354	-0.744	24.302
Si	-23.786	-2.332	-5.381
Si	-23.622	-7.816	-5.985
Si	-16.953	-4.134	-2.929
Si	-20.388	7.024	-4.116
Si	-27.348	2.888	26.256
Si	-30.493	5.916	23.316
Si	-26.44	6.907	26.356
Si	-28.297	-7.251	25.681
Si	-17.431	-6.528	-4.378
Si	-31.543	0.649	25.715
Si	-11.465	7.141	-4.263
Si	-13.633	3.273	-4.723
Si	-21.371	2.084	-2.603
Si	-18.718	-6.031	26.59
Si	-23.208	6.496	-3.587
Si	-14.83	-1.777	-3.254
Si	-27.987	-0.392	-4.597
Si	-30.158	-7.749	-3.951
Si	-21.13	-0.774	-2.797
Si	-26.028	3.023	-5.871
Si	-21.213	-6.488	-5.28
Si	-28.852	1.093	24.29
Si	-23.772	-2.335	-2.439
Si	-14.96	-1.188	-0.186
Si	-11.824	0.996	0.099
Si	-14.806	4.375	0.139
Si	-12.14	6.835	0.339
Si	-14.289	-7.209	-0.198
Si	-11.624	-4.32	-0.072
Si	-9.61	-1.16	0.202
Si	-6.843	1.711	0.047
Si	-9.197	3.845	0.035
Si	-6.398	6.657	0.288
Si	-9.345	-6.578	0.141
Si	-6.195	-4.366	0.263
Si	-3.454	-1.559	0.147
Si	-0.681	0.999	0.166
Si	-4.186	4.366	0.064
Si	-0.756	6.565	0.201
Si	-4.074	-6.632	0.233
Si	-1.399	-3.91	0.401
Si	-13.419	-0.154	1.316
Si	-10.723	2.659	1.357
Si	-13.404	5.43	1.64
Si	-10.546	-8.179	1.418
Si	-13.322	-5.477	1.124
Si	-10.716	-2.757	1.45
Si	-7.929	0.023	1.342
Si	-5.217	2.718	1.401
Si	-8.037	5.418	1.408
Si	-5.207	8.158	1.601
Si	-7.837	-5.467	1.529
Si	-5.087	-2.709	1.468
Si	-2.378	-0.005	1.5
Si	0.3	2.668	1.519
Si	-2.466	5.395	1.38
Si	0.278	8.081	1.665
Si	-2.559	-5.496	1.633
Si	0.208	-2.804	1.693
Si	-14.718	1.315	2.639
Si	-12.024	3.983	2.798
Si	-14.807	6.867	2.774
Si	-12.015	-6.795	2.651
Si	-14.712	-4.161	2.54
Si	-12.134	-1.475	2.769
Si	-9.326	1.327	2.749
Si	-6.624	4.057	2.779
Si	-9.306	6.761	2.826
Si	-6.599	-6.856	2.947
Si	-9.276	-4.081	2.782
Si	-6.579	-1.367	2.723
Si	-3.86	1.332	2.775
Si	-1.184	3.992	2.839
Si	-3.795	6.748	2.849
Si	-1.15	-6.863	2.942
Si	-3.878	-4.091	2.969
Si	-1.142	-1.38	2.995
Si	-16.129	-0.017	3.976
Si	-13.42	2.632	4.08
Si	-16.238	5.399	3.92
Si	-13.392	-8.124	4.061
Si	-16.127	-5.481	3.899
Si	-13.472	-2.844	4.063
Si	-10.728	-0.063	4.066
Si	-7.982	2.678	4.143
Si	-10.694	5.386	4.132
Si	-7.974	-8.238	4.234
Si	-10.685	-5.47	4.078
Si	-7.941	-2.718	4.134
Si	-5.244	-0.037	4.141
Si	-2.553	2.661	4.226
Si	-5.243	5.392	4.167
Si	-2.519	8.091	4.295
Si	-5.266	-5.467	4.288
Si	-2.525	-2.751	4.334
Si	-15.121	-1.457	16.181
Si	-12.371	1.261	16.289
Si	-15.066	4.01	16.129
Si	-12.428	-9.671	16.244
Si	-15.191	-6.909	16.198
Si	-12.428	-4.182	16.249
Si	-9.7	-1.468	16.381
Si	-7.008	1.19	16.494
Si	-9.741	3.923	16.416
Si	-7.017	6.618	16.437
Si	-9.745	-6.934	16.304
Si	-6.979	-4.212	16.454
Si	-4.271	-1.528	16.629
Si	-1.542	1.168	16.676
Si	-4.27	3.908	16.571
Si	-1.512	6.675	16.661
Si	-4.269	9.354	16.557
Si	-1.499	-4.221	16.677
Si	-13.767	-0.12	17.55
Si	-11.132	2.586	17.814
Si	-13.744	5.263	17.619
Si	-11.139	-8.301	17.615
Si	-13.857	-5.541	17.529
Si	-11.088	-2.867	17.662
Si	-8.454	-0.11	17.854
Si	-5.659	2.505	17.888
Si	-8.418	5.272	17.793
Si	-5.721	7.974	17.827
Si	-8.467	-5.551	17.684
Si	-5.688	-2.913	17.939
Si	-2.896	-0.226	18.049
Si	-0.241	2.56	18.048
Si	-2.922	5.286	17.926
Si	-0.241	-8.313	18.16
Si	-2.889	-5.639	17.935
Si	-0.181	-2.894	18.139
Si	-15.124	1.353	18.758
Si	-12.505	3.935	19.215
Si	-15.187	-9.695	18.822
Si	-12.567	-6.934	18.878
Si	-15.236	-4.248	18.914
Si	-12.494	-1.537	18.963
Si	-9.861	1.223	19.282
Si	-7.131	3.817	19.166
Si	-9.889	6.646	19.05
Si	-7.226	9.351	19.021
Si	-9.839	-4.262	19.106
Si	-7.191	-1.559	19.198
Si	-4.321	1.145	19.312
Si	-1.656	3.918	19.374
Si	-4.363	6.615	19.2
Si	-1.685	-6.942	19.498
Si	-4.296	-4.354	19.259
Si	-1.605	-1.625	19.523
Si	-16.494	-0.019	19.978
Si	-14.009	2.535	20.448
Si	-16.656	5.263	20.019
Si	-13.896	-8.322	20.183
Si	-16.542	-5.428	20.501
Si	-13.875	-2.936	20.257
Si	-11.324	-0.22	20.511
Si	-8.493	2.573	20.698
Si	-11.14	5.346	20.587
Si	-8.642	8.075	20.401
Si	-11.312	-5.644	20.351
Si	-8.602	-2.901	20.586
Si	-5.755	-0.288	20.527
Si	-3.063	2.584	20.735
Si	-5.769	5.213	20.441
Si	-3.267	-8.314	20.732
Si	-5.858	-5.713	20.379
Si	-2.976	-3.136	20.82
Si	-15.182	-1.366	21.33
Si	-13.037	0.798	21.778
Si	-15.824	3.654	21.511
Si	-12.462	6.957	21.713
Si	-15.455	-7.28	21.558
Si	-12.554	-4.231	21.761
Si	-10.383	-1.907	21.861
Si	-6.924	1.217	21.876
Si	-9.39	4.438	21.975
Si	-7.226	6.641	21.525
Si	-10.264	9.163	21.78
Si	-6.958	-4.163	21.701
Si	-4.724	-1.969	21.825
Si	-1.44	1.44	21.992
Si	-4.832	3.649	21.935
Si	-1.624	6.819	21.891
Si	-5.195	-7.379	21.897
Si	-1.748	-4.634	22.332
Si	-8.336	0.76	-5.107
Si	-19.042	-7.005	23.884
Si	-12.697	2.591	24.201
Si	-2.581	7.86	-1.923
Si	-4.349	-1.307	24.784
Si	-11.344	-4.748	-2.888
Si	-7.058	-6.03	26.235
Si	-14.095	5.099	23.582
Si	-13.29	-7.017	-3.03
Si	-21.615	2.023	26.074
Si	-0.055	1.366	-2.724
Si	-4.868	3.29	24.796
Si	-11.356	3.311	-6.807
Si	-10.435	5.69	-1.908
Si	-14.122	-5.917	23.992
Si	-4	5.558	26.543
Si	-3.638	-6.379	24.049
Si	-2.824	-3.203	-4.109
Si	-7.578	2.369	26.081
Si	-8.765	-5.336	23.867
Si	1.633	-5.909	-2.368
Si	1.874	-2.96	-2.205
Si	-7.223	-0.248	24.713
Si	-2.79	1.047	24.739
Si	-10.161	3.848	25.025
Si	-4.621	-4.252	25.977
Si	-14.898	1.573	26.159
Si	-1.494	3.612	-4.457
Si	-11.863	-4.321	-6.029
Si	-1.364	-0.597	-4.4
Si	-9.412	-2.334	24.57
Si	-4.084	-5.359	-6.014
Si	-7.638	-2.382	-1.69
Si	2.965	-6.134	-4.978
Si	-7.348	6.195	-6.786
Si	-11.027	0.395	-6.204
Si	-3.112	3.645	-6.856
Si	-4.607	5.929	-5.361
Si	-8.652	7.965	-4.857
Si	-3.602	5.046	-2.742
Si	-16.999	-5.122	24.395
Si	-6.57	7.315	26.547
Si	9.037	2.251	-4.843
Si	-6.54	0.291	-2.57
Si	-2.295	7.298	24.751
Si	-8.145	7.856	-1.886
Si	-0.624	-4.349	-2.454
Si	-9.111	-3.924	-6.709
Si	-7.183	-5.801	-5.642
Si	-3.894	-0.772	-2.866
Si	-13.598	2.546	-1.95
Si	-2.594	-7.948	-4.932
Si	-8.364	3.259	-6.884
Si	-8.609	-4.006	-3.845
Si	1.488	-1.427	5.759
Si	4.187	1.267	5.843
Si	1.458	3.999	5.762
Si	4.179	6.74	5.847
Si	1.451	9.456	5.814
Si	4.16	-4.135	5.908
Si	6.873	-1.387	5.948
Si	9.541	1.328	5.973
Si	6.86	4.006	5.967
Si	9.587	6.724	6.052
Si	6.855	-6.855	5.933
Si	9.561	-4.114	5.993
Si	12.237	-1.388	6.023
Si	14.94	1.336	6.034
Si	12.23	4.042	6.008
Si	14.966	6.778	6.036
Si	12.302	-6.835	6.083
Si	14.989	-4.123	6.008
Si	17.62	-1.379	6.009
Si	20.334	1.366	5.993
Si	17.67	4.061	6.012
Si	20.366	6.819	5.956
Si	17.675	-6.816	5.957
Si	20.357	-4.102	5.996
Si	23.053	-1.357	5.951
Si	25.763	1.39	5.964
Si	23.034	4.141	5.944
Si	25.737	6.821	5.914
Si	23.055	-6.811	5.949
Si	25.759	-4.048	5.97
Si	28.457	-1.283	5.9
Si	31.152	1.468	5.776
Si	28.446	4.123	5.841
Si	31.231	6.87	5.731
Si	28.457	-6.753	5.88
Si	31.225	-4.035	5.822
Si	33.87	-1.239	5.636
Si	36.568	1.472	5.45
Si	33.864	4.235	5.583
Si	36.551	6.922	5.457
Si	33.899	-6.704	5.565
Si	36.598	-4.01	5.441
Si	39.27	-1.272	5.3
Si	41.969	1.482	5.249
Si	39.271	4.207	5.339
Si	42.023	6.957	5.202
Si	39.255	-6.637	5.298
Si	41.945	-3.919	5.14
Si	44.697	-1.207	5.081
Si	47.437	1.548	5.002
Si	44.75	4.251	5.117
Si	47.452	6.945	4.971
Si	44.718	-6.656	5.063
Si	47.435	-3.951	5.008
Si	50.218	-1.221	4.942
Si	52.93	1.473	4.874
Si	50.202	4.206	4.905
Si	-45.01	6.905	4.924
Si	50.175	-6.683	4.919
Si	-44.992	-3.951	4.908
Si	-42.245	-1.285	4.93
Si	-39.432	1.405	4.891
Si	-42.219	4.146	4.85
Si	-39.478	6.819	4.86
Si	-42.265	-6.701	4.927
Si	-39.449	-3.994	4.953
Si	-36.71	-1.314	4.857
Si	-33.955	1.355	4.843
Si	-36.759	4.096	4.886
Si	-33.997	6.781	4.968
Si	-36.723	-6.825	4.942
Si	-33.93	-4.094	4.973
Si	-31.199	-1.373	4.989
Si	-28.452	1.331	5.007
Si	-31.261	4.043	4.954
Si	-28.456	6.773	5.005
Si	-31.207	-6.805	4.995
Si	-28.426	-4.084	4.996
Si	-25.726	-1.379	5.028
Si	-23.002	1.363	5.096
Si	-25.739	4.077	5.05
Si	-23.01	6.801	5.069
Si	-25.734	-6.803	5.051
Si	-23.029	-4.114	5.077
Si	-20.284	-1.354	5.198
Si	-17.554	1.343	5.26
Si	-20.293	4.074	5.157
Si	-17.601	6.757	5.244
Si	-20.274	-6.875	5.124
Si	-17.52	-4.119	5.247
Si	-14.835	-1.424	5.353
Si	-12.088	1.277	5.445
Si	-14.861	4.039	5.306
Si	-12.1	6.765	5.421
Si	-14.817	-6.801	5.353
Si	-12.084	-4.148	5.433
Si	-9.369	-1.4	5.463
Si	-6.64	1.3	5.51
Si	-9.353	4.025	5.503
Si	-6.612	6.721	5.569
Si	-9.388	-6.852	5.496
Si	-6.665	-4.103	5.574
Si	-3.951	-1.394	5.609
Si	-1.235	1.312	5.671
Si	-3.941	4.011	5.58
Si	-1.241	6.709	5.713
Si	-3.918	-6.864	5.632
Si	-1.194	-4.145	5.69
Si	2.801	-0.086	7.188
Si	5.484	2.627	7.278
Si	2.781	5.367	7.171
Si	5.489	-8.232	7.272
Si	2.78	-5.516	7.221
Si	5.493	-2.769	7.281
Si	8.19	-0.035	7.342
Si	10.882	2.673	7.368
Si	8.193	5.361	7.362
Si	10.92	-8.215	7.403
Si	8.187	-5.494	7.324
Si	10.892	-2.76	7.38
Si	13.593	-0.037	7.391
Si	16.31	2.699	7.377
Si	13.598	5.399	7.373
Si	16.334	-8.171	7.361
Si	13.644	-5.462	7.41
Si	16.303	-2.748	7.388
Si	18.997	-0.013	7.353
Si	21.713	2.744	7.314
Si	19.029	5.445	7.339
Si	21.722	-8.16	7.332
Si	19.011	-5.465	7.352
Si	21.723	-2.725	7.33
Si	24.415	0.015	7.302
Si	27.148	2.771	7.257
Si	24.413	5.472	7.302
Si	27.132	-8.133	7.236
Si	24.412	-5.43	7.301
Si	27.145	-2.669	7.27
Si	29.862	0.088	7.18
Si	32.565	2.866	7.019
Si	29.879	5.501	7.112
Si	32.602	-8.054	7.018
Si	29.859	-5.381	7.178
Si	32.598	-2.614	7.068
Si	35.283	0.131	6.906
Si	37.974	2.842	6.758
Si	35.267	5.577	6.902
Si	37.978	-8.022	6.733
Si	35.294	-5.345	6.881
Si	37.986	-2.62	6.744
Si	40.658	0.111	6.634
Si	43.408	2.871	6.508
Si	40.701	5.584	6.614
Si	43.417	-8.001	6.512
Si	40.666	-5.271	6.602
Si	43.368	-2.573	6.479
Si	46.115	0.158	6.394
Si	48.852	2.884	6.329
Si	46.145	5.61	6.424
Si	48.841	-8.026	6.322
Si	46.104	-5.297	6.408
Si	48.851	-2.579	6.318
Si	51.597	0.132	6.286
Si	-43.597	2.82	6.225
Si	-46.357	5.555	6.286
Si	-43.625	-8.057	6.274
Si	-46.355	-5.315	6.266
Si	-43.612	-2.623	6.285
Si	-40.841	0.08	6.239
Si	-38.096	2.76	6.263
Si	-40.854	5.494	6.226
Si	-38.131	-8.145	6.257
Si	-40.847	-5.366	6.261
Si	-38.082	-2.623	6.264
Si	-35.337	0.034	6.221
Si	-32.623	2.684	6.277
Si	-35.396	5.442	6.272
Si	-32.607	-8.168	6.301
Si	-35.341	-5.446	6.277
Si	-32.58	-2.723	6.323
Si	-29.854	-0.001	6.343
Si	-27.122	2.71	6.373
Si	-29.881	5.422	6.302
Si	-27.125	-8.167	6.375
Si	-29.841	-5.425	6.331
Si	-27.101	-2.728	6.381
Si	-24.392	-0.012	6.409
Si	-21.669	2.709	6.492
Si	-24.381	5.433	6.416
Si	-21.676	-8.189	6.482
Si	-24.395	-5.457	6.437
Si	-21.681	-2.755	6.469
Si	-18.951	-0.006	6.586
Si	-16.226	2.684	6.66
Si	-18.971	5.404	6.579
Si	-16.232	-8.205	6.617
Si	-18.942	-5.5	6.52
Si	-16.225	-2.77	6.675
Si	-13.489	-0.084	6.75
Si	-10.758	2.656	6.813
Si	-13.517	5.389	6.706
Si	-10.766	-8.22	6.826
Si	-13.485	-5.483	6.765
Si	-10.751	-2.776	6.803
Si	-8.032	-0.056	6.86
Si	-5.318	2.643	6.928
Si	-8.017	5.367	6.896
Si	-5.308	-8.229	6.97
Si	-8.053	-5.494	6.887
Si	-5.322	-2.767	6.962
Si	-2.616	-0.057	7.017
Si	0.08	2.642	7.109
Si	-2.636	5.35	7.031
Si	0.078	8.066	7.128
Si	-2.589	-5.513	7.031
Si	0.107	-2.79	7.109
Si	1.399	1.273	8.516
Si	4.095	4.003	8.593
Si	1.405	6.712	8.533
Si	4.103	-6.884	8.615
Si	1.402	-4.151	8.544
Si	4.108	-1.43	8.622
Si	6.81	1.294	8.696
Si	9.522	4.005	8.744
Si	6.814	6.735	8.679
Si	9.526	-6.85	8.717
Si	6.811	-4.145	8.672
Si	9.521	-1.408	8.725
Si	12.232	1.318	8.745
Si	14.952	4.047	8.742
Si	12.253	6.737	8.763
Si	14.982	-6.839	8.755
Si	12.249	-4.116	8.746
Si	14.943	-1.401	8.753
Si	17.659	1.335	8.736
Si	20.382	4.088	8.701
Si	17.679	6.785	8.721
Si	20.377	-6.809	8.708
Si	17.675	-4.105	8.733
Si	20.379	-1.363	8.7
Si	23.09	1.389	8.663
Si	25.808	4.121	8.626
Si	23.095	6.823	8.686
Si	25.816	-6.769	8.624
Si	23.086	-4.075	8.685
Si	25.803	-1.324	8.641
Si	28.543	1.43	8.575
Si	31.257	4.174	8.458
Si	28.551	6.841	8.528
Si	31.271	-6.738	8.453
Si	28.55	-4.018	8.572
Si	31.267	-1.276	8.468
Si	33.97	1.487	8.315
Si	36.677	4.202	8.186
Si	33.979	6.912	8.341
Si	36.687	-6.695	8.194
Si	34.002	-3.994	8.328
Si	36.688	-1.253	8.179
Si	39.372	1.48	8.064
Si	42.094	4.219	7.935
Si	39.389	6.935	8.038
Si	42.082	-6.642	7.909
Si	39.387	-3.949	8.07
Si	42.082	-1.227	7.934
Si	44.807	1.509	7.825
Si	47.535	4.242	7.743
Si	44.809	6.953	7.832
Si	47.511	-6.66	7.725
Si	44.777	-3.932	7.804
Si	47.514	-1.213	7.716
Si	50.24	1.502	7.654
Si	-44.945	4.197	7.601
Si	50.229	6.934	7.663
Si	-44.97	-6.67	7.624
Si	50.236	-3.942	7.659
Si	-44.952	-1.232	7.636
Si	-42.212	1.462	7.577
Si	-39.474	4.147	7.585
Si	-42.21	6.893	7.58
Si	-39.48	-6.742	7.591
Si	-42.211	-3.984	7.606
Si	-39.465	-1.267	7.6
Si	-36.701	1.405	7.584
Si	-33.995	4.086	7.598
Si	-36.746	6.832	7.607
Si	-33.973	-6.786	7.635
Si	-36.718	-4.031	7.582
Si	-33.982	-1.325	7.604
Si	-31.25	1.363	7.654
Si	-28.525	4.076	7.681
Si	-31.238	6.8	7.647
Si	-28.503	-6.795	7.7
Si	-31.215	-4.066	7.678
Si	-28.499	-1.365	7.701
Si	-25.775	1.352	7.744
Si	-23.06	4.07	7.814
Si	-25.768	6.8	7.743
Si	-23.051	-6.816	7.809
Si	-25.774	-4.091	7.763
Si	-23.057	-1.378	7.797
Si	-20.341	1.356	7.898
Si	-17.63	4.044	7.969
Si	-20.361	6.768	7.887
Si	-17.624	-6.846	7.939
Si	-20.332	-4.12	7.843
Si	-17.626	-1.388	7.965
Si	-14.896	1.303	8.041
Si	-12.179	4.022	8.104
Si	-14.909	6.752	8.025
Si	-12.169	-6.866	8.144
Si	-14.885	-4.12	8.064
Si	-12.155	-1.436	8.138
Si	-9.429	1.29	8.199
Si	-6.705	3.989	8.282
Si	-9.428	6.73	8.206
Si	-6.724	-6.871	8.28
Si	-9.446	-4.146	8.216
Si	-6.727	-1.424	8.282
Si	-4.008	1.286	8.356
Si	-1.31	3.995	8.447
Si	-4.009	6.712	8.377
Si	-1.301	-6.887	8.459
Si	-3.998	-4.154	8.353
Si	-1.302	-1.436	8.429
Si	0.016	-0.096	9.856
Si	2.716	2.631	9.933
Si	0.015	5.343	9.862
Si	2.726	-8.255	9.948
Si	0.022	-5.533	9.869
Si	2.729	-2.807	9.953
Si	5.436	-0.082	10.026
Si	8.149	2.644	10.087
Si	5.43	5.357	10.003
Si	8.153	-8.224	10.062
Si	5.438	-5.524	10.007
Si	8.15	-2.789	10.06
Si	10.872	-0.054	10.101
Si	13.595	2.677	10.104
Si	10.876	5.373	10.104
Si	13.612	-8.21	10.105
Si	10.878	-5.492	10.087
Si	13.589	-2.76	10.119
Si	16.311	-0.036	10.1
Si	19.037	2.712	10.064
Si	16.32	5.416	10.084
Si	19.037	-8.175	10.078
Si	16.328	-5.469	10.106
Si	19.044	-2.738	10.075
Si	21.756	0.011	10.032
Si	24.485	2.743	9.995
Si	21.759	5.444	10.045
Si	24.486	-8.132	10.005
Si	21.747	-5.442	10.053
Si	24.476	-2.702	10.006
Si	27.208	0.051	9.939
Si	29.944	2.808	9.858
Si	27.215	5.491	9.926
Si	29.942	-8.101	9.842
Si	27.213	-5.397	9.936
Si	29.951	-2.642	9.863
Si	32.668	0.117	9.737
Si	35.372	2.852	9.617
Si	32.658	5.551	9.745
Si	35.382	-8.038	9.63
Si	32.668	-5.345	9.737
Si	35.387	-2.604	9.614
Si	38.071	0.13	9.49
Si	40.781	2.862	9.358
Si	38.084	5.58	9.477
Si	40.786	-8.01	9.342
Si	38.081	-5.31	9.487
Si	40.78	-2.571	9.37
Si	43.481	0.153	9.237
Si	46.203	2.879	9.14
Si	43.493	5.593	9.245
Si	46.197	-8.003	9.152
Si	43.478	-5.285	9.236
Si	46.179	-2.565	9.124
Si	48.904	0.151	9.051
Si	-46.289	2.859	8.993
Si	48.913	5.597	9.08
Si	-46.31	-8.021	9.001
Si	48.895	-5.29	9.054
Si	-46.303	-2.583	9.008
Si	-43.562	0.125	8.963
Si	-40.843	2.814	8.937
Si	-43.571	5.555	8.951
Si	-40.846	-8.074	8.95
Si	-43.573	-5.324	8.971
Si	-40.835	-2.622	8.945
Si	-38.087	0.081	8.94
Si	-35.359	2.76	8.96
Si	-38.112	5.497	8.955
Si	-35.371	-8.127	8.955
Si	-38.102	-5.372	8.926
Si	-35.359	-2.674	8.944
Si	-32.63	0.02	8.989
Si	-29.906	2.73	9.016
Si	-32.636	5.452	8.962
Si	-29.892	-8.154	9.017
Si	-32.614	-5.419	8.989
Si	-29.875	-2.707	9.051
Si	-27.162	-0.002	9.072
Si	-24.447	2.707	9.133
Si	-27.171	5.437	9.052
Si	-24.439	-8.171	9.142
Si	-27.159	-5.447	9.091
Si	-24.437	-2.729	9.136
Si	-21.732	-0.023	9.197
Si	-19.014	2.692	9.307
Si	-21.735	5.413	9.223
Si	-19.015	-8.201	9.266
Si	-21.717	-5.461	9.188
Si	-19.02	-2.761	9.259
Si	-16.295	-0.045	9.37
Si	-13.565	2.656	9.433
Si	-16.295	5.392	9.357
Si	-13.577	-8.233	9.436
Si	-16.296	-5.497	9.342
Si	-13.557	-2.784	9.464
Si	-10.825	-0.076	9.521
Si	-8.104	2.631	9.603
Si	-10.84	5.363	9.508
Si	-8.115	-8.238	9.616
Si	-10.84	-5.513	9.538
Si	-8.112	-2.798	9.611
Si	-5.394	-0.086	9.687
Si	-2.692	2.624	9.782
Si	-5.397	5.341	9.701
Si	-2.688	8.063	9.788
Si	-5.393	-5.525	9.685
Si	-2.679	-2.809	9.771
Si	1.328	-1.459	11.279
Si	4.039	1.273	11.347
Si	1.329	3.981	11.278
Si	4.054	-9.61	11.355
Si	1.341	-6.895	11.282
Si	4.057	-4.173	11.351
Si	6.771	-1.446	11.415
Si	9.499	1.285	11.463
Si	6.762	4.005	11.411
Si	9.496	-9.587	11.44
Si	6.769	-6.878	11.412
Si	9.495	-4.148	11.44
Si	12.22	-1.414	11.478
Si	14.951	1.314	11.465
Si	12.229	4.018	11.475
Si	14.968	-9.565	11.468
Si	12.23	-6.859	11.45
Si	14.953	-4.126	11.463
Si	17.687	-1.393	11.447
Si	20.42	1.366	11.41
Si	17.683	4.056	11.438
Si	20.413	-9.527	11.418
Si	17.687	-6.829	11.458
Si	20.411	-4.089	11.436
Si	23.14	-1.339	11.377
Si	25.882	1.4	11.328
Si	23.153	4.097	11.374
Si	25.888	-9.479	11.324
Si	23.141	-6.789	11.384
Si	25.881	-4.046	11.324
Si	28.62	-1.291	11.249
Si	31.349	1.455	11.157
Si	28.61	4.147	11.252
Si	31.34	-9.439	11.165
Si	28.618	-6.751	11.246
Si	31.355	-4.002	11.16
Si	34.071	-1.254	11.03
Si	36.771	1.486	10.918
Si	34.063	4.193	11.044
Si	36.782	-9.401	10.925
Si	34.064	-6.697	11.051
Si	36.778	-3.962	10.919
Si	39.475	-1.218	10.798
Si	42.18	1.504	10.673
Si	39.48	4.219	10.791
Si	42.182	-9.369	10.664
Si	39.481	-6.674	10.785
Si	42.179	-3.935	10.669
Si	44.873	-1.209	10.554
Si	47.597	1.521	10.463
Si	44.888	4.231	10.563
Si	47.586	-9.363	10.477
Si	44.876	-6.646	10.559
Si	47.568	-3.928	10.456
Si	50.285	-1.208	10.391
Si	-44.903	1.504	10.332
Si	-47.608	4.234	10.391
Si	-44.912	-9.383	10.321
Si	-47.64	-6.651	10.388
Si	-44.907	-3.94	10.339
Si	-42.183	-1.238	10.297
Si	-39.45	1.466	10.273
Si	-42.186	4.2	10.291
Si	-39.459	-9.426	10.291
Si	-42.187	-6.684	10.308
Si	-39.456	-3.99	10.275
Si	-36.726	-1.292	10.281
Si	-33.994	1.41	10.317
Si	-36.726	4.143	10.293
Si	-34	-9.486	10.299
Si	-36.735	-6.733	10.277
Si	-33.991	-4.028	10.3
Si	-31.266	-1.326	10.358
Si	-28.554	1.372	10.381
Si	-31.281	4.106	10.336
Si	-28.539	-9.51	10.385
Si	-31.262	-6.779	10.347
Si	-28.529	-4.071	10.421
Si	-25.823	-1.359	10.453
Si	-23.116	1.347	10.52
Si	-25.841	4.079	10.442
Si	-23.118	-9.533	10.538
Si	-25.816	-6.803	10.474
Si	-23.099	-4.093	10.513
Si	-20.401	-1.389	10.584
Si	-17.689	1.319	10.696
Si	-20.407	4.059	10.624
Si	-17.695	-9.564	10.666
Si	-20.402	-6.829	10.58
Si	-17.687	-4.121	10.648
Si	-14.968	-1.418	10.759
Si	-12.236	1.285	10.823
Si	-14.971	4.015	10.748
Si	-12.247	-9.602	10.824
Si	-14.978	-6.861	10.738
Si	-12.242	-4.158	10.856
Si	-9.514	-1.443	10.929
Si	-6.795	1.263	11.011
Si	-9.517	3.991	10.905
Si	-6.802	-9.619	11.015
Si	-9.526	-6.887	10.938
Si	-6.796	-4.174	11.013
Si	-4.082	-1.46	11.098
Si	-1.379	1.255	11.194
Si	-4.09	3.971	11.115
Si	-1.374	6.696	11.2
Si	-4.088	9.423	11.106
Si	-1.372	-4.177	11.195
Si	2.664	-0.112	12.682
Si	5.378	2.626	12.741
Si	2.663	5.34	12.681
Si	5.388	-8.248	12.758
Si	2.679	-5.547	12.688
Si	5.394	-2.824	12.751
Si	8.125	-0.096	12.798
Si	10.858	2.649	12.829
Si	8.117	5.366	12.785
Si	10.856	-8.225	12.8
Si	8.122	-5.52	12.79
Si	10.845	-2.795	12.818
Si	13.592	-0.054	12.831
Si	16.332	2.681	12.801
Si	13.601	5.385	12.821
Si	16.331	-8.199	12.823
Si	13.591	-5.504	12.813
Si	16.325	-2.766	12.807
Si	19.077	-0.016	12.766
Si	21.808	2.735	12.743
Si	19.057	5.427	12.777
Si	21.804	-8.171	12.75
Si	19.057	-5.464	12.799
Si	21.808	-2.716	12.753
Si	24.539	0.031	12.695
Si	27.288	2.771	12.635
Si	24.551	5.462	12.692
Si	27.288	-8.112	12.642
Si	24.54	-5.417	12.693
Si	27.293	-2.67	12.62
Si	30.018	0.093	12.548
Si	32.745	2.835	12.455
Si	30.012	5.517	12.556
Si	32.743	-8.06	12.459
Si	30.022	-5.373	12.547
Si	32.76	-2.616	12.448
Si	35.457	0.13	12.334
Si	38.172	2.864	12.22
Si	35.461	5.569	12.343
Si	38.177	-8.019	12.223
Si	35.466	-5.316	12.34
Si	38.16	-2.57	12.214
Si	40.872	0.154	12.104
Si	43.567	2.886	11.984
Si	40.876	5.601	12.096
Si	43.572	-8.001	11.984
Si	40.871	-5.292	12.082
Si	43.565	-2.564	11.984
Si	46.261	0.175	11.861
Si	48.986	2.891	11.793
Si	46.28	5.596	11.885
Si	48.96	-7.99	11.803
Si	46.26	-5.279	11.884
Si	48.948	-2.557	11.785
Si	51.674	0.163	11.717
Si	-43.528	2.867	11.675
Si	-46.243	5.608	11.729
Si	-43.54	-8.032	11.671
Si	-46.251	-5.29	11.714
Si	-43.527	-2.578	11.68
Si	-40.808	0.126	11.629
Si	-38.093	2.808	11.646
Si	-40.815	5.551	11.645
Si	-38.088	-8.072	11.646
Si	-40.803	-5.326	11.652
Si	-38.097	-2.63	11.63
Si	-35.376	0.067	11.646
Si	-32.652	2.773	11.689
Si	-35.366	5.499	11.653
Si	-32.648	-8.13	11.666
Si	-35.375	-5.376	11.628
Si	-32.651	-2.676	11.681
Si	-29.926	0.038	11.731
Si	-27.227	2.723	11.766
Si	-29.928	5.457	11.702
Si	-27.206	-8.17	11.788
Si	-29.92	-5.432	11.732
Si	-27.187	-2.711	11.798
Si	-24.5	-0.006	11.846
Si	-21.803	2.693	11.934
Si	-24.515	5.422	11.845
Si	-21.783	-8.173	11.923
Si	-24.471	-5.445	11.855
Si	-21.78	-2.743	11.914
Si	-19.088	-0.047	12.006
Si	-16.361	2.672	12.094
Si	-19.076	5.415	12.017
Si	-16.372	-8.213	12.059
Si	-19.076	-5.475	11.965
Si	-16.369	-2.786	12.067
Si	-13.634	-0.07	12.146
Si	-10.903	2.621	12.225
Si	-13.639	5.356	12.144
Si	-10.937	-8.26	12.244
Si	-13.658	-5.525	12.15
Si	-10.914	-2.802	12.25
Si	-8.184	-0.102	12.334
Si	-5.487	2.597	12.439
Si	-8.202	5.328	12.327
Si	-5.479	-8.275	12.427
Si	-8.199	-5.536	12.338
Si	-5.47	-2.833	12.427
Si	-2.768	-0.121	12.526
Si	-0.056	2.602	12.61
Si	-2.764	5.315	12.523
Si	-0.05	8.052	12.609
Si	-2.763	-5.549	12.52
Si	-0.048	-2.838	12.62
Si	1.265	1.231	14.016
Si	3.989	3.978	14.083
Si	1.276	6.699	14.02
Si	4	-6.896	14.112
Si	1.287	-4.203	14.027
Si	3.99	-1.481	14.084
Si	6.721	1.256	14.118
Si	9.472	4.012	14.163
Si	6.739	-9.605	14.143
Si	9.475	-6.885	14.162
Si	6.738	-4.177	14.147
Si	9.472	-1.455	14.188
Si	12.219	1.288	14.198
Si	14.967	4.02	14.175
Si	12.227	-9.572	14.163
Si	14.956	-6.854	14.182
Si	12.205	-4.171	14.167
Si	14.966	-1.421	14.176
Si	17.725	1.327	14.136
Si	20.457	4.093	14.11
Si	17.706	-9.559	14.168
Si	20.444	-6.833	14.121
Si	17.684	-4.126	14.168
Si	20.46	-1.356	14.118
Si	23.21	1.397	14.078
Si	25.955	4.122	14.02
Si	23.199	-9.526	14.079
Si	25.939	-6.76	14.017
Si	23.206	-4.071	14.082
Si	25.958	-1.318	14
Si	28.701	1.439	13.964
Si	31.42	4.174	13.869
Si	28.69	-9.465	13.967
Si	31.417	-6.724	13.872
Si	28.695	-4.018	13.94
Si	31.435	-1.255	13.842
Si	34.148	1.478	13.757
Si	36.862	4.215	13.648
Si	34.148	-9.408	13.773
Si	36.865	-6.671	13.65
Si	34.158	-3.973	13.766
Si	36.854	-1.22	13.647
Si	39.576	1.511	13.536
Si	42.263	4.24	13.418
Si	39.58	-9.369	13.535
Si	42.265	-6.639	13.403
Si	39.557	-3.943	13.496
Si	42.259	-1.217	13.415
Si	44.974	1.538	13.293
Si	47.692	4.261	13.214
Si	44.964	-9.373	13.296
Si	47.642	-6.64	13.219
Si	44.947	-3.93	13.306
Si	47.629	-1.19	13.188
Si	50.371	1.54	13.124
Si	-44.845	4.26	13.049
Si	50.348	-9.344	13.127
Si	-44.876	-6.659	13.042
Si	50.344	-3.92	13.098
Si	53.059	-1.189	13.045
Si	-42.132	1.509	12.996
Si	-39.433	4.202	12.986
Si	-42.152	-9.388	13
Si	-39.428	-6.688	13
Si	-42.133	-3.93	13.011
Si	-39.439	-1.227	12.968
Si	-36.727	1.446	12.993
Si	-34.013	4.154	13.029
Si	-36.715	-9.436	12.991
Si	-34.025	-6.747	12.977
Si	-36.727	-3.993	12.967
Si	-34.02	-1.285	13.002
Si	-31.297	1.425	13.055
Si	-28.601	4.096	13.087
Si	-31.296	-9.493	13.025
Si	-28.583	-6.799	13.109
Si	-31.301	-4.045	13.035
Si	-28.571	-1.32	13.098
Si	-25.893	1.369	13.15
Si	-23.206	4.059	13.247
Si	-25.881	-9.534	13.183
Si	-23.15	-6.802	13.261
Si	-25.832	-4.06	13.18
Si	-23.164	-1.37	13.226
Si	-20.486	1.323	13.328
Si	-17.754	4.05	13.416
Si	-20.465	-9.522	13.329
Si	-17.766	-6.834	13.36
Si	-20.455	-4.117	13.294
Si	-17.771	-1.434	13.39
Si	-15.032	1.28	13.466
Si	-12.311	3.977	13.527
Si	-15.049	-9.589	13.436
Si	-12.365	-6.909	13.551
Si	-15.05	-4.156	13.464
Si	-12.321	-1.434	13.552
Si	-9.592	1.256	13.64
Si	-6.908	3.946	13.748
Si	-9.617	-9.643	13.635
Si	-6.889	-6.92	13.738
Si	-9.605	-4.173	13.655
Si	-6.875	-1.475	13.739
Si	-4.183	1.219	13.854
Si	-1.457	3.948	13.947
Si	-4.173	6.664	13.838
Si	-1.452	9.405	13.936
Si	-4.163	-4.2	13.849
Si	-1.457	-1.49	13.945
Si	-0.115	-0.154	15.353
Si	2.602	2.588	15.407
Si	-0.116	5.316	15.334
Si	2.585	8.066	15.445
Si	-0.111	-5.575	15.35
Si	2.622	-2.859	15.444
Si	5.35	-0.132	15.458
Si	8.069	2.631	15.476
Si	5.336	5.345	15.464
Si	8.101	-8.244	15.523
Si	5.361	-5.541	15.503
Si	8.098	-2.836	15.539
Si	10.848	-0.096	15.546
Si	13.606	2.651	15.539
Si	10.852	5.389	15.508
Si	13.584	-8.218	15.542
Si	10.849	-5.548	15.537
Si	13.585	-2.816	15.503
Si	16.374	-0.052	15.494
Si	19.11	2.714	15.452
Si	16.335	5.39	15.523
Si	19.109	-8.212	15.504
Si	16.332	-5.509	15.546
Si	19.081	-2.729	15.454
Si	21.866	0.02	15.434
Si	24.607	2.777	15.402
Si	21.844	5.44	15.469
Si	24.608	-8.158	15.376
Si	21.842	-5.462	15.424
Si	24.644	-2.707	15.373
Si	27.339	0.068	15.318
Si	30.116	2.81	15.283
Si	27.369	5.465	15.346
Si	30.091	-8.091	15.278
Si	27.345	-5.382	15.321
Si	30.113	-2.628	15.218
Si	32.82	0.127	15.164
Si	35.543	2.857	15.059
Si	32.807	5.559	15.174
Si	35.562	-8.036	15.07
Si	32.84	-5.355	15.158
Si	35.543	-2.575	15.07
Si	38.259	0.154	14.946
Si	40.959	2.895	14.856
Si	38.268	5.592	14.947
Si	40.962	-7.97	14.838
Si	38.255	-5.268	14.935
Si	40.935	-2.592	14.821
Si	43.665	0.172	14.694
Si	46.365	2.92	14.611
Si	43.658	5.612	14.729
Si	46.337	-8.013	14.631
Si	43.643	-5.281	14.741
Si	46.322	-2.546	14.611
Si	49.009	0.196	14.491
Si	51.751	2.933	14.447
Si	49.05	5.647	14.566
Si	51.722	-7.988	14.464
Si	49.044	-5.269	14.52
Si	51.711	-2.535	14.415
Si	54.44	0.184	14.372
Si	-40.772	2.864	14.356
Si	-43.471	5.606	14.406
Si	-40.785	-8.043	14.349
Si	-43.485	-5.298	14.349
Si	-40.773	-2.544	14.355
Si	-38.092	0.111	14.348
Si	-35.391	2.809	14.362
Si	-38.069	5.544	14.35
Si	-35.351	-8.096	14.356
Si	-38.047	-5.339	14.349
Si	-35.4	-2.626	14.334
Si	-32.688	0.083	14.369
Si	-29.98	2.786	14.453
Si	-32.657	5.511	14.397
Si	-29.967	-8.172	14.427
Si	-32.701	-5.389	14.346
Si	-29.963	-2.675	14.396
Si	-27.244	0.024	14.504
Si	-24.596	2.696	14.58
Si	-27.262	5.405	14.495
Si	-24.544	-8.171	14.561
Si	-27.223	-5.436	14.461
Si	-24.502	-2.712	14.598
Si	-21.881	-0.032	14.66
Si	-19.165	2.685	14.714
Si	-21.883	5.437	14.614
Si	-19.151	-8.14	14.723
Si	-21.811	-5.447	14.662
Si	-19.16	-2.793	14.726
Si	-16.433	-0.09	14.769
Si	-13.685	2.615	14.854
Si	-16.421	5.419	14.803
Si	-13.767	-8.273	14.886
Si	-16.451	-5.516	14.779
Si	-13.724	-2.801	14.853
Si	-10.987	-0.097	14.96
Si	-8.306	2.587	15.091
Si	-11.004	5.299	14.956
Si	-8.301	-8.295	15.036
Si	-11.042	-5.548	14.924
Si	-8.278	-2.818	15.064
Si	-5.574	-0.156	15.191
Si	-2.855	2.553	15.264
Si	-5.577	5.28	15.147
Si	-2.85	8.017	15.243
Si	-5.568	-5.577	15.152
Si	-2.85	-2.858	15.285
O	12.208	-2.432	-3.199
O	0.777	-1.324	23.871
O	-0.614	2.474	-3.754
O	2.682	5.465	25.589
O	7.548	1.604	-4.863
O	7.08	5.557	-4.705
O	14.766	1.955	-4.444
O	5.199	7.967	22.389
O	3.034	-3.855	26.329
O	1.22	-4.331	24.469
O	5.315	-2.841	22.486
O	7.053	-1.339	23.58
O	16.427	-3.071	-4.898
O	2.85	-6.251	25.343
O	9.184	0.519	23.235
O	10.79	2.492	22.526
O	4.943	2.727	25.688
O	6.111	3.599	23.471
O	7.929	5.273	22.672
O	9.394	7.017	23.866
O	6.554	-6.785	23.769
O	10.224	-3.947	23.928
O	11.82	-1.567	23.551
O	12.346	6.244	25.012
O	11.074	4.023	25.821
O	14.932	1.888	23.491
O	17.389	2.615	23.397
O	2.544	-0.016	22.585
O	19.361	-1.272	-2.594
O	12.209	-7.692	23.665
O	4.225	-2.142	-5.601
O	15.037	6.357	23.915
O	13.789	-5.631	22.791
O	13.303	-7.811	26.031
O	17.677	-2.34	22.97
O	10.307	-4.759	26.563
O	4.057	1.934	23.38
O	5.891	-3.265	26.512
O	12.518	1.105	-5.844
O	13.375	7.716	-2.938
O	8.914	3.797	-5.308
O	12.717	-7.256	-0.76
O	1.417	4.016	23.675
O	19.424	2.911	-2.753
O	21.113	3.459	-6.878
O	1.381	7.855	26.287
O	4.235	7.796	25.555
O	5.587	-0.819	25.708
O	23.774	-3.764	-2.167
O	8.645	4.302	26.564
O	1.863	-6.779	-5.959
O	4.387	-6.766	-5.333
O	16.206	2.322	25.77
O	5.19	5.336	25.832
O	10.288	-4.43	-5.837
O	3.708	-4.378	23.755
O	15.651	-5.663	-5.162
O	13.005	3.922	-0.631
O	19.282	2.362	-5.299
O	-0.506	7.977	22.11
O	-0.369	-2.626	25.792
O	0.393	4.435	26.157
O	5.135	-3.775	-3.869
O	17.138	3.072	-3.866
O	8.475	-7.476	-2.947
O	16.766	-0.961	-3.392
O	8.224	-5.573	-4.871
O	11.118	-0.036	-3.024
O	19.478	-7.466	-5.901
O	5.166	5.645	-2.98
O	14.381	-3.975	-3.521
O	-0.975	-8.207	25.196
O	7.169	6.833	-1.862
O	15.14	7.985	-4.926
O	6.752	-7.675	-4.916
O	16.136	0.099	0.297
O	8.186	-0.136	25.566
O	-0.1	0.011	26.053
O	-6.322	-7.468	26.113
O	-44.744	-4.403	-1.718
O	-0.589	-5.202	26.138
O	11.713	-1.328	-0.835
O	4.745	4.308	-5.122
O	42.131	-6.053	24.916
O	17.527	-1.596	-0.904
O	8.321	2.737	-0.034
O	11.111	-2.418	25.866
O	2.264	3.756	-1.032
O	16.298	5.364	0.048
O	15.356	4.561	-4.863
O	3.108	8.04	0.068
O	17.341	-6.417	-0.837
O	15.466	-4.582	-0.599
O	13.655	-2.796	0.088
O	1.498	1.628	-2.371
O	16.275	-0.433	-5.905
O	4.939	1.739	-5.222
O	5.665	-0.041	-0.073
O	-7.376	0.436	23.243
O	6.595	4.389	-1.042
O	20.634	6.235	-0.744
O	-3.634	-5.305	25.245
O	34.878	5.448	-2.716
O	5.833	-5.737	0.259
O	5.058	-4.018	-1.317
O	7.664	-1.574	-0.835
O	8.964	-3.868	-0.555
O	-41.707	4.495	23.014
O	9.936	1.375	-5.854
O	14.779	3.508	-2.469
O	-24.144	-2.9	-3.911
O	9.583	7.272	-0.993
O	11.057	5.457	0.103
O	33.23	-7.925	-3.433
O	33.109	5.472	26.218
O	10.933	-5.508	0.074
O	-39.819	5.906	-3.396
O	25.952	-1.899	-5.14
O	-47.415	-7.727	25.848
O	21.97	3.001	25.799
O	19.273	-0.137	22.642
O	17.808	3.288	-0.721
O	30.132	1.09	-6.142
O	39.729	-0.547	23.256
O	41.885	-8.248	-5.408
O	20.329	6.736	23.525
O	21.865	-8.085	22.226
O	19.313	-5.105	22.366
O	18.237	-6.921	23.692
O	20.574	-3.055	23.208
O	23.096	-2.797	22.863
O	32.88	0.376	24.966
O	32.658	1.755	-5.87
O	27.648	2.965	22.555
O	23.19	3.336	23.434
O	24.673	5.366	22.596
O	28.523	-7.492	23.177
O	-18.961	0.461	21.941
O	25.935	-0.799	25.235
O	28.859	-1.825	23.669
O	48.374	5.979	-6.542
O	37.604	1.069	-6.193
O	32.945	2.575	22.346
O	31.146	0.585	23.111
O	34.754	3.919	23.547
O	21.122	1.63	23.608
O	23.753	0.762	24.883
O	21.725	-3.298	-6.847
O	33.106	-7.965	22.304
O	38.785	-3.609	-5.825
O	36.88	-4.534	23.116
O	45.609	-3.085	-5.764
O	31.568	6.412	23.18
O	32.596	4.616	-3.58
O	21.306	0.325	26.28
O	26.462	7.853	26.309
O	30.352	7.239	-0.907
O	26.015	0.721	-0.728
O	33.599	-6.356	-1.409
O	-48.827	-5.598	26.238
O	21.655	-2.421	-2.935
O	32.812	-2.673	25.696
O	35.806	-1.481	-5.688
O	14.457	-3.057	26.039
O	29.541	-5.181	22.567
O	35.171	3.869	26.162
O	40.143	1.647	24.663
O	-20.649	2.853	25.066
O	12.494	-4.557	25.131
O	21.11	6.342	-5.539
O	37.498	-2.418	-3.911
O	29.745	-3.979	24.941
O	14.857	-5.683	25.813
O	27.413	6.425	-3.046
O	6.416	-5.84	-2.943
O	25.441	-4.682	23.103
O	27.229	-2.844	22.113
O	-21.69	-3.003	24.509
O	22.118	-3.25	25.333
O	-35.715	-4.58	-3.328
O	26.257	6.968	-5.324
O	32.803	-3.471	-5.655
O	44.182	4.771	-1.707
O	24.486	3.699	-5.659
O	21.934	-0.972	24.223
O	27.536	5.487	25.557
O	13.154	-0.779	25.75
O	-18.033	5.892	22.728
O	28.773	3.899	-0.888
O	21.736	-5.275	-0.109
O	26.081	-6.095	25.312
O	-39.893	-5.372	24.536
O	32.633	-5.461	-3.809
O	28.526	2.267	-2.902
O	34.798	-6.621	-5.184
O	28.798	6.366	-5.281
O	21.263	5.379	-3.104
O	41.873	-1.719	26.373
O	-22.358	-2.645	21.966
O	38.651	-6.699	-1.697
O	10.774	-8.201	25.806
O	19.494	7.309	-3.733
O	23.525	-7.036	-1.1
O	-35.338	3.577	26.014
O	-26.962	5.877	-3.617
O	19.714	-6.423	-3.534
O	23.671	-3.22	-4.593
O	-47.495	-0.22	-6.836
O	29.869	1.536	-0.673
O	4.943	6.301	-0.528
O	-17.658	-4.014	23.405
O	17.037	-2.277	25.407
O	-24.556	5.322	24.299
O	35.504	-3.997	-4.644
O	7.383	-3.458	-2.582
O	-16.917	4.009	-5.576
O	27.824	-1.183	-0.968
O	21.836	-4.897	-3.678
O	-19.639	-3.295	-5.728
O	33.567	-1.311	-1.217
O	24.312	2.663	-0.055
O	29.35	-5.904	-5.764
O	47.333	5.044	24.848
O	32.222	5.651	-0.065
O	18.988	-8.199	0.044
O	31.932	-4.868	-0.146
O	29.777	-2.867	-0.132
O	19.991	1.808	-0.552
O	-29.949	-7.115	-5.425
O	30.849	4.788	25.086
O	21.649	-0.054	0.211
O	-20.372	3.327	-5.853
O	-24.928	7.297	26.139
O	37.388	5.672	-3.633
O	-47.326	-1.099	-4.361
O	47.663	6.541	22.724
O	-5.192	0.017	-3.393
O	30.861	-0.961	25.573
O	20.31	-3.015	-0.662
O	23.41	-1.821	-0.519
O	25.575	-3.404	-0.45
O	-31.028	4.583	22.587
O	45.929	-1.027	22.571
O	40.95	5.249	22.17
O	25.235	7.407	-0.553
O	26.969	5.512	0.025
O	25.171	5.25	-3.655
O	17.201	6.053	25.432
O	26.992	-5.472	0.077
O	28.793	-7.01	-0.96
O	-26.931	6.123	24.995
O	-33.643	-4.05	-1.869
O	37.664	4.938	25.07
O	32.907	3.064	25.218
O	34.656	2.909	-3.256
O	37.767	7.568	25.143
O	-38.245	-4.074	-3.606
O	35.585	7.47	-4.155
O	45.849	5.518	-6.681
O	38.463	-7.906	22.339
O	-47.829	7.835	-6.56
O	34.698	-6.001	23.083
O	38.418	-2.543	22.24
O	46.448	1.757	-4.33
O	-16.943	2.51	21.962
O	26.965	4.479	-5.467
O	-32.18	-5.885	-0.786
O	-31.062	-0.632	-6.82
O	-47.527	3.297	-4.582
O	45.382	6.7	23.969
O	44.201	-7.828	22.355
O	40.127	-5.919	23.22
O	42.224	-4.401	22.865
O	48.345	0.043	-3.634
O	-47.729	-2.811	-6.39
O	47.945	-1.088	24.257
O	-48.584	3.056	21.822
O	-23.126	7.008	-2.027
O	-45.798	1.679	-5.682
O	-44.874	6.72	-6.565
O	-6.891	-3.624	-1.005
O	-1.285	7.891	-5.736
O	45.148	-5.56	22.944
O	47.505	-5.022	22.331
O	-44.609	-7	-6.149
O	-47.854	-0.908	22.678
O	45.903	-5.648	-6.31
O	45.933	4.504	22.713
O	44.088	5.06	26.298
O	-0.314	2.509	22.506
O	19.836	-4.44	-5.363
O	41.225	-6.102	-6.724
O	-27.416	7.49	-6.786
O	48.666	7.895	-4.217
O	-26.567	4.353	22.887
O	47.029	-2.752	-3.619
O	-48.169	0.79	24.637
O	-37.683	4.695	-2.198
O	-46.886	-4.363	-3.287
O	47.261	7.238	-1.992
O	-45.006	6.824	22.551
O	-7.824	7.901	-3.462
O	-27.018	-5.461	-0.576
O	-36.558	4.442	22.837
O	-40.958	-3.348	25.775
O	-47.062	1.883	26.567
O	-2.669	-0.029	-3.612
O	36.718	6.465	23.051
O	43.528	-4.38	-6.26
O	-36.487	6.921	23.888
O	-48.204	5.962	25.476
O	43.323	0.184	-3.777
O	-42.301	-4.596	23.602
O	-37.407	7.084	-3.358
O	-13.425	6.428	22.937
O	46.109	-5.179	-3.019
O	41.027	5.67	-4.938
O	-16.604	7.91	21.833
O	-9.767	-6.355	23.115
O	43.417	-1.683	-5.767
O	-22.175	4.609	23.934
O	-16.421	2.113	26.225
O	-40.916	-0.295	-4.305
O	46.881	6.031	-4.329
O	38.105	5.278	-0.518
O	-42.359	-6.693	25.044
O	-15.401	4.55	22.808
O	48.569	-4.924	-3.839
O	-29.733	-5.083	21.702
O	0.283	-2.991	-2.574
O	-42.474	-6.596	-4.578
O	24.09	1.33	-6.635
O	-47.372	3.696	-1.91
O	-34.687	-3.551	-6.762
O	16.703	0.185	24.38
O	-41.469	6.809	-5.279
O	41.979	1.568	22.839
O	-37.011	-1.742	-4.285
O	-2.238	-7.8	-3.359
O	-48.079	-1.035	-1.822
O	39.312	-1.756	-1.392
O	-23.735	7.629	-4.618
O	41.705	-1.108	-2.205
O	-43.55	7.682	26.169
O	46.876	-5.508	24.907
O	-23.142	-3.562	-1.589
O	40.458	-8.193	-0.64
O	-4.142	1.881	24.524
O	12.501	4.141	23.529
O	-25.11	-1.792	-1.704
O	28.175	-2.043	26.168
O	44.093	-0.474	-1.378
O	-40.047	-4.029	22.326
O	-42.831	-2.021	-4.743
O	-46.398	-2.639	-0.708
O	40.215	3.116	-0.62
O	-33.26	-1.627	-5.854
O	-10.213	-8.135	-4.449
O	48.826	5.497	-0.93
O	-4.709	5.113	-3.942
O	-48.062	-6.33	-1.985
O	47.861	-4.014	-1.504
O	-22.908	3.565	-6.26
O	-38.033	-0.135	-0.597
O	-40.081	5.698	24.772
O	37.649	0.099	-0.481
O	-48.445	3.418	24.862
O	-1.66	-2.184	-4.628
O	-42.304	-6.482	-1.928
O	3.718	2.885	-3.109
O	-19.463	-6.848	25.427
O	37.166	-4.692	-1.194
O	22.662	-5.49	26.257
O	34.874	-3.497	-1.231
O	41.233	-3.574	-1.563
O	-8.239	5.585	22.32
O	42.135	1.374	-1.644
O	-16.421	-5.476	-3.678
O	-47.299	1.199	-2.98
O	28.353	3.008	26.279
O	-14.023	-6.284	-4.271
O	-30.041	5.561	24.827
O	43.376	6.095	-6.098
O	-5.303	6.414	26.139
O	43.099	-5.24	-0.757
O	44.681	-6.999	-1.829
O	-42.105	1.879	-2.698
O	43.876	-2.557	21.945
O	-34.648	-2.069	-3.26
O	-45.923	0.221	21.545
O	-40.285	6.132	21.688
O	-38.633	-0.335	-5.696
O	-17.625	1.787	-1.472
O	-36.249	-1.052	-6.655
O	-43.666	2.589	24.881
O	-43.169	-7.886	21.642
O	-45.398	-4.154	22.084
O	-48.634	-7.926	21.813
O	-43.409	-2.457	21.54
O	-41.864	-0.411	22.148
O	-43.304	1.558	-6.416
O	45.892	-2.416	-0.706
O	-38.157	-2.571	21.33
O	-38.073	2.729	21.751
O	-40.562	-1.295	24.184
O	-27.21	-5.708	-3.249
O	-14.649	4.503	-4.42
O	-38.195	-8.072	21.651
O	-41.046	-6.447	22.308
O	-13.17	7.941	-0.227
O	-32.857	0.085	25.002
O	-36.407	-0.958	22.251
O	-25.083	-7.491	-6.634
O	-32.739	2.805	21.732
O	-44.113	1.809	22.424
O	-31.493	5.466	-3.247
O	-22.412	-5.394	25.014
O	27.199	-3.809	24.69
O	35.11	1.55	24.815
O	10.305	1.332	-0.951
O	-35.685	-7.698	25.777
O	-32.498	-2.441	21.646
O	-35.01	-5.469	24.607
O	-34.111	0.859	22.748
O	-36.072	6.089	26.351
O	-32.038	-3.853	-6.592
O	48.231	-6.772	-6.22
O	-9.954	3.985	23.428
O	-32.538	5.263	-0.49
O	-44.571	4.256	23.063
O	-31.654	-8.249	-3.642
O	-34.744	2.17	-4.191
O	21.598	1.103	-5.716
O	29.261	5.091	23.123
O	-34.497	5.341	24.392
O	-37.468	-6.581	-3.686
O	-28.385	1.179	-4.392
O	-37.467	-1.639	24.506
O	-9.409	-3.878	24.106
O	-26.383	-0.458	-4.657
O	-43.125	4.123	-1.899
O	-8.641	-7.059	-1.257
O	-28.891	-4.224	-1.906
O	-28.716	-1.188	-3.381
O	-2.711	6.229	25.859
O	-7.547	-5.16	-4.204
O	-7.97	-0.57	-5.983
O	-46.964	5.061	22.734
O	-3.953	4.97	-6.483
O	2.524	2.882	-5.392
O	-35.243	-7.905	-4.003
O	-44.539	-6.069	23.643
O	-34.795	-1.323	24.138
O	-3.138	-0.411	25.37
O	-38.211	-2.838	-6.432
O	-43.933	-4.669	25.729
O	-40.408	1.585	-5.997
O	-17.687	4.342	26.522
O	-24.591	-6.692	24.197
O	48.442	2.612	-2.937
O	-0.555	4.579	-5.356
O	12.324	2.228	-2.471
O	-5.144	-5.499	-0.308
O	-42.44	6.653	-2.954
O	-33.862	-7.957	-6.312
O	-29.195	7.266	-3.914
O	-28.702	6.118	-1.563
O	-4.374	-2.804	25.34
O	-9.727	-4.632	-2.87
O	-32.64	0.867	-5.246
O	-43.993	2.746	-4.18
O	-36.925	-4.996	-5.651
O	43.967	0.845	-6.176
O	-26.222	3.653	25.401
O	-16.895	1.52	-4.056
O	17.936	0.864	-1.908
O	-2.15	6.438	23.387
O	-19.412	7.781	23.583
O	-2.583	-5.93	22.893
O	-16.761	3.842	-2.917
O	-11.912	6.718	-5.765
O	-22.757	1.233	25.262
O	-32.486	-0.195	-0.639
O	-44.989	-2.6	-3.592
O	-0.974	1.491	-1.372
O	-40.489	-2.78	-3.908
O	-33.426	-3.96	-4.485
O	43.974	2.929	21.949
O	48.139	-2.561	22.168
O	-24.352	2.728	-0.612
O	-40.486	-5.334	-3.454
O	-39.668	1.209	-1.918
O	-46.149	2.407	24.097
O	-16.039	-2.86	-3.316
O	-45.303	5.931	24.931
O	-40.689	3.509	-1.311
O	-18.514	-3.884	-3.366
O	-10.233	-2.306	25.945
O	-20.44	3.163	-1.793
O	-38.734	6.758	-1.189
O	-46.426	-8.027	-0.883
O	26.011	1.367	23.659
O	-23.65	-4.741	22.77
O	-44.726	2.014	-1.83
O	33.384	7.458	-5.78
O	20.468	-5.686	24.656
O	-43.661	-0.041	-0.804
O	-44.262	0.055	-4.346
O	-23.908	-0.696	-5.347
O	-8.943	3.094	25.708
O	-44.587	5.651	-4.238
O	-10.224	5.304	25.751
O	-5.997	6.471	-5.954
O	-44.654	-5.294	-4.158
O	-25.972	4.347	-1.797
O	-42.039	-1.524	-2.176
O	-12.618	1.507	-1.224
O	-29.723	-6.554	-2.92
O	-33.556	6.479	-4.554
O	-33.896	1.536	-1.814
O	-33.393	3.21	-6.19
O	-20.018	3.89	22.641
O	2.254	-4.501	-1.817
O	-40.669	4.167	-5.92
O	-24.844	-2.849	-6.506
O	-38.031	-5.506	-0.811
O	-36.346	-7.531	-1.574
O	-20.678	0.739	-3.188
O	-45.829	4.289	-6.252
O	-20.607	-1.73	-3.971
O	28.55	-7.021	25.769
O	30.657	-6.532	24.457
O	-30.359	0.652	24.627
O	-34.918	6.078	21.909
O	-19.106	6.764	-5.1
O	-27.381	-8.174	21.621
O	-13.693	-7.8	-6.264
O	-31.413	-6.715	22.772
O	-27.74	-3.036	21.719
O	-26.145	-1.167	22.751
O	15.668	-3.857	23.615
O	-2.608	2.954	-5.46
O	-23.762	1.285	22.789
O	-22.001	2.725	21.617
O	-43.224	4.742	-6.304
O	-24.73	5.486	21.498
O	-22.985	6.836	22.757
O	-22.229	-6.949	22.805
O	-26.142	-5.986	22.274
O	8.234	7.881	26.195
O	14.333	-1.599	-4.553
O	-12.957	3.964	23.389
O	-20.643	-1.074	23.06
O	18.138	-0.093	26.497
O	46.883	0.925	-1.722
O	-28.788	1.483	22.717
O	-11.948	-6.22	-2.588
O	-23.163	-0.992	23.893
O	16.477	7.968	22.549
O	-14.989	-0.016	25.884
O	-19.817	-6.107	22.775
O	-17.589	-5.07	25.904
O	30.009	5.38	-3.294
O	-16.245	-2.332	22.148
O	-25.225	0.346	24.703
O	-35.886	6.702	-5.857
O	-16.721	6.173	-4.073
O	19.487	-3.906	-2.887
O	-15.593	-6.1	-6.522
O	-25.307	4.133	-6.811
O	-18.281	-7.227	-3.212
O	33.564	3.791	-1.176
O	-11.909	-3.841	-1.635
O	-24.308	5.303	-3.63
O	-14.07	2.207	24.94
O	-29.78	3.277	-3.687
O	-19.793	5.365	24.709
O	-26.31	-7.769	-4.485
O	-12.878	2.926	-3.336
O	-44.76	6.525	-1.808
O	-16.977	-7.809	-5.247
O	-2.07	0.777	23.328
O	-34.09	-4.567	22.333
O	-14.542	5.306	25.115
O	-9.236	-3.385	-5.189
O	-1.837	1.878	25.736
O	-1.092	0.009	-5.869
O	10.8	0.159	25.306
O	-30.994	3.51	-1.527
O	-26.214	-2.044	25.215
O	-14.479	-1.6	-6.597
O	-36.185	-3.488	23.288
O	-20.347	-6.614	-6.635
O	42.427	3.144	24.98
O	-29.54	8.062	25.379
O	-18.36	-5.574	-5.287
O	-15.08	1.925	-2.202
O	23.472	-1.078	26.543
O	-11.385	-8.253	22.297
O	-27.379	-6.827	24.417
O	28.499	-0.913	-5.392
O	-30.403	0.755	-2.807
O	-20.753	-5.207	-4.384
O	-19.784	6.989	-2.614
O	35.047	-1.816	-3.256
O	-20.431	-0.958	-6.515
O	-2.194	4.568	-3.368
O	-17.474	-6.574	23.794
O	-24.087	-3.517	25.69
O	-12.187	-2.787	-6.37
O	-13.518	-6.671	25.308
O	-22.803	-6.452	-5.627
O	-38.279	3.028	-6.093
O	46.149	-7.74	-3.885
O	-17.703	6.701	25.285
O	2.993	-4.519	-5.147
O	-4.198	4.045	26.044
O	-25.296	-6.903	-1.914
O	-20.946	-7.819	-4.415
O	35.782	-5.597	25.381
O	34.78	-3.505	24.188
O	-7.832	-4.905	-6.832
O	-22.707	-1.121	-2.582
O	-16.149	-0.107	-0.471
O	42.471	0.477	25.1
O	-9.968	0.795	-5.028
O	-1.247	7.388	-1.126
O	-7.935	6.728	25.866
O	9.44	6.295	-5.826
O	-3.482	6.535	-2.121
O	45.638	-0.738	-4.747
O	-27.817	-0.121	24.542
O	-20.403	-1.069	-1.412
O	-17.506	7.322	-1.416
O	-14.67	-7.037	22.968
O	-14.421	-1.614	-1.681
O	23.5	-0.788	-5.371
O	-33.341	-7.53	24.478
O	-3.834	-0.772	-1.241
O	-15.886	5.437	-0.492
O	0.656	6.365	24.279
O	-30.14	-8.115	-0.679
O	-14.395	-6.957	-1.825
O	-16.912	-4.447	-1.343
O	-18.707	-2.751	-0.489
O	-16.154	0.365	-6.352
O	22.964	6.845	-1.78
O	29.761	7.191	24.796
O	-26.908	0.009	-0.873
O	-26.125	-4.531	24.407
O	-0.146	-0.098	-3.443
O	-11.681	5.96	-0.942
O	-33.368	-8.098	21.891
O	22.905	-6.486	23.87
O	3.93	6.095	23.526
O	2.791	-2.507	-3.451
O	-30.692	-1.714	-1.742
O	7.729	-7.361	-0.436
O	-8.361	-6.004	25.278
O	-13.581	-2.25	-4.181
O	-5.877	-3.061	22.271
O	-5.706	-0.536	25.131
O	-42.721	5.431	25.292
O	24.682	-3.908	25.592
O	-3.632	-4.03	-5.217
O	-31.664	7.027	23.431
O	-21.451	-5.428	-0.699
O	-19.505	-7.261	-1.048
O	-22.561	6.825	25.317
O	-21.102	5.621	-6.884
O	-39.638	0.801	22.619
O	-12.36	1.408	23.145
O	37.794	1.286	23.309
O	36.484	1.234	-3.825
O	-6.116	-4.804	25.769
O	13.594	-0.057	22.487
O	25.413	-1.51	-2.125
O	-15.394	-5.005	24.432
O	-41.174	3.372	25.343
O	13.205	3.559	-5.803
O	-11.479	-3.08	22.181
O	-10.034	-1.415	23.383
O	-36.015	-2.566	26.377
O	36.489	7.081	-1.59
O	-7.71	0.657	-3.621
O	-5.865	2.409	22.223
O	-11.489	2.93	25.226
O	-47.007	-6.132	22.705
O	6.401	1.126	24.149
O	-6.237	7.72	22.317
O	25.032	7.852	-3.046
O	-7.476	-5.08	22.941
O	-13.827	3.863	-1.055
O	-4.645	4.215	23.468
O	-4.146	-1.318	23.188
O	-6.819	7.368	-1.119
O	-28.573	-1.026	-5.956
O	-10.939	5.832	-3.443
O	-6.414	2.988	25.15
O	38.779	-4.642	-3.333
O	-12.706	7.842	-3.474
O	-13.645	7.222	26.555
O	-5.044	-6.503	23.276
O	-40.814	7.793	26.044
O	-35.959	0.268	-2.892
O	-1.213	-3.948	23.719
O	-16.971	6.357	-6.654
O	-9.074	-2.083	-1.03
O	-7.95	-1.69	24.807
O	39.907	4.679	26.508
O	18.453	4.978	23.263
O	-21.603	5.295	-0.787
O	46.274	-3.246	23.877
O	47.829	-1.877	-5.965
O	30.356	1.557	25.354
O	-29.085	-4.729	-4.659
O	43.119	6.49	-3.544
O	-29.24	6.507	22.491
O	-8.565	6.658	-5.809
O	-7.844	-2.753	-3.222
O	-31.876	2.145	26.271
O	-7.796	0.792	25.802
O	0.35	5.429	-0.255
O	-10.657	-0.047	-0.403
O	31.829	-4.363	23.382
O	-36.138	2.743	-1.909
O	-40.541	-7.908	-3.396
O	43.966	-7.831	25.052
O	13.633	4.032	25.844
O	6.222	-0.41	-5.969
O	-25.168	1.647	-5.795
O	34.959	-1.139	25.452
O	1.372	-6.855	-1.108
O	24.689	-0.716	22.907
O	44.154	-6.132	-4.355
O	2.625	-6.553	-3.452
O	24.983	5.741	25.947
O	-28.907	-5.971	26.431
O	-7.807	2.105	-5.875
O	-28.478	2.345	25.234
O	-22.063	2.758	-3.904
O	-5.588	-5.872	-5.732
O	-6.801	-1.02	-1.649
O	37.18	3.332	-2.43
O	-9.328	6.811	-1.608
O	38.241	-0.033	25.449
O	4.889	6.908	-5.357
O	2.152	-2.003	-0.934
O	26.223	6.967	23.819
O	-3.922	-2.328	-3.312
O	-21.703	6.055	-4.085
O	-46.26	-4.245	24.476
O	-27.438	2.73	-6.573
O	14.601	7.217	-0.713
O	41.952	6.054	-1.275
O	-26.151	3.556	-4.356
O	15.865	-8.046	25.583
O	-0.78	-4.697	-0.882
O	-12.326	-0.336	-5.584
O	13.275	6.143	-5.087
O	48.358	1.285	-6.037
O	16.683	-4.925	-2.89
O	-3.386	-7.362	-1.05
O	-39.796	-3.64	-1.54
O	0.404	-0.198	-0.106
O	35.269	2.405	-5.897
O	26.956	0.254	-3.101
O	-7.937	-7.216	-5.744
O	-44.45	-8.033	-3.734
O	-11.745	-4.42	-4.416
O	-31.254	-1.211	-4.273
O	-32.362	3.079	-3.797
O	19.647	5.462	25.689
O	-9.784	4.281	-1.445
O	-42.977	-1.691	25.388
O	27.673	1.513	-5.32
O	-8.014	2.788	-0.283
O	-33.427	7.015	-2.013
O	-3.088	-6.555	-5.591
O	-39.816	2.925	-3.819
O	-45.323	-2.647	26.431
O	45.777	2.94	-0.687
O	21.418	-7.685	25.938
O	47.501	3.77	-5.583
O	-2.392	-2.755	-0.233
O	0.223	-5.569	-3.099
O	20.817	4.171	23.752
O	-38.362	-3.714	25.964
O	18.095	-4.447	24.594
O	42.066	4.123	-3.129
O	22.517	4.402	-0.913
O	38.889	3.206	22.067
O	17.429	-7.447	-4.382
O	-10.455	-5.454	-0.241
O	37.434	3.414	-5.014
O	12.702	-7.616	-5.261
O	19.102	4.847	-4.507
O	-6.274	1.421	-1.455
O	5.145	-6.025	26.354
O	-45.364	-1.65	-5.975
O	33.024	-2.401	22.26
O	-13.092	-5.245	-6.503
O	-5.337	5.499	-0.096
O	-9.846	3.652	-6.348
O	9.253	2.261	25.143
O	34.603	-0.358	23.02
O	-22.446	1.44	-1.585
O	-27.553	-6.281	-6.275
O	-13.097	-4.954	23.15
O	35.472	6.367	25.467
O	-21.85	1.19	-6.127
O	-12.522	3.749	-5.781
O	3.706	1.55	-0.899
O	48.071	0.942	22.637
O	9.109	-6.753	24.414
O	-16.715	-2.063	26.605
O	42.749	6.722	23.34
O	14.266	1.625	-0.729
O	1.124	-7.397	23.776
O	-28.357	1.967	-1.812
O	-3.39	-7.861	24.603
O	9.774	2.202	-3.395
O	8.04	-4.874	23.028
O	29.444	7.967	-3.224
O	-36.629	-1.98	-1.683
O	37.027	-5.527	-6.07
O	15.014	-6.791	-1.975
O	26.048	2.721	-3.718
O	-22.266	-2.706	-5.786
O	43.722	-6.936	-6.793
O	-27.407	-8.192	-2.259
O	32.131	0.287	-0.047
O	41.145	3.098	-5.443
O	35.688	1.585	-1.212
O	-47.527	-6.585	-4.631
O	40.14	-2.514	-3.767
O	30.727	3.408	-4.99
O	44.126	3.543	-6.164
O	-3.89	4.013	-1.515
O	9.718	-2.166	-2.395
O	7.434	-5.128	25.667
O	30.88	3.17	-2.354
O	-2.064	-4.244	-3.14
O	-41.633	1.024	24.35
O	-3.721	7.241	-5.098
O	36.643	-6.065	-3.437
O	-38.22	7.479	25.752
O	-40.813	-8.081	-0.611
O	-14.182	-0.341	22.179
O	-35.332	1.105	25.052
O	1.925	-1.515	26.318
O	27.944	0.536	25.965
O	-40.08	-7.914	-6.734
O	-30.424	-0.338	21.689
O	28.073	-3.525	-4.945
O	-15.232	-0.38	-3.953
O	-14.487	1.953	-5.155
O	-36.373	-6.057	22.429
O	39.493	4.049	-3.543
O	30.598	-3.942	-4.423
O	12.759	-3.677	-5.456
O	32.764	-3.059	-2.998
O	40.808	-3.826	24.97
O	31.163	-6.831	-2.099

Results
total energy: -609919.839 eV
total energy less fixed offsets of O -438.25, Si -107.07 eV per atom: -0.639 eV

Forces (eV/angstrom) on atoms 242 to 911 of the 3024, counted in the order above; the others are left out for length: element, x, y, z
Si	-0.003	0.002	-0.069
Si	-0.015	-0.019	-0.05
Si	-0.006	0.028	-0.045
Si	-0.02	0.006	-0.013
Si	-0.001	0.015	-0.064
Si	-0.055	-0.025	-0.058
Si	-0.001	-0.017	-0.055
Si	0.008	0.016	-0.061
Si	0.031	-0.002	-0.028
Si	-0.042	0.009	-0.038
Si	0.031	0.028	-0.04
Si	0.011	0.011	0.016
Si	-0.02	-0.006	0.004
Si	0.021	0.006	0.032
Si	-0.013	-0.021	0.02
Si	0.012	-0.014	-0.006
Si	0.005	0.034	0.021
Si	-0.006	-0.004	0.043
Si	-0.003	-0.018	0.025
Si	0.01	0.012	-0.009
Si	0.013	-0.003	0.02
Si	0.03	0.005	0.007
Si	-0.018	-0.007	0.004
Si	-0.001	0.024	0.031
Si	-0.011	-0.019	0.047
Si	0.007	0.007	0.041
Si	-0.004	-0.017	0.011
Si	0.019	-0.016	0.046
Si	0.008	-0.026	0.044
Si	0.004	-0.006	-0.024
Si	-0.018	-0.008	-0.007
Si	-0.012	0.037	-0.015
Si	0.002	0.021	-0.03
Si	0.006	0.011	0.004
Si	-0.005	0.007	0
Si	0.007	-0.003	-0.019
Si	0.018	0	-0.016
Si	0.023	-0.011	-0.005
Si	-0.014	0.004	-0.011
Si	-0.01	-0.019	-0.016
Si	-0.002	-0.019	0.015
Si	0.028	-0.01	-0.029
Si	0.002	-0.01	-0.007
Si	-0.011	-0.019	-0.015
Si	-0.008	0.025	0.018
Si	-0.005	0.008	-0.027
Si	0.007	0.002	0
Si	-0.013	0.01	0.007
Si	0.018	-0.015	0.005
Si	0.004	0.011	0.008
Si	-0.004	0.02	-0.002
Si	-0.005	-0.019	0.005
Si	-0.013	-0.004	0.012
Si	0.002	-0.009	-0.005
Si	0.022	0.008	0.012
Si	-0.008	0.012	-0.002
Si	-0.013	0.008	0.004
Si	-0.012	0.002	-0.012
Si	0.006	0.004	0.004
Si	0.007	-0.017	-0.012
Si	0.013	-0.014	0.012
Si	-0.004	-0.008	-0.003
Si	-0.003	0.006	0.018
Si	-0.006	-0.004	-0.002
Si	0.013	0.013	0.012
Si	-0.017	-0.012	0.031
Si	0.004	-0.024	-0.005
Si	0	-0.002	-0.014
Si	0.001	-0.004	-0.001
Si	-0.001	-0.002	-0.038
Si	-0.013	-0.007	-0.016
Si	-0.037	-0.005	0.001
Si	-0.005	-0.013	0.003
Si	0.003	0.008	0.006
Si	0.018	-0.01	-0.002
Si	0.013	0.008	-0.029
Si	0.002	-0.01	0.001
Si	-0.007	0.016	-0.016
Si	0.025	0.003	0.018
Si	-0.005	-0.003	0
Si	0.012	0.007	0.005
Si	-0.021	0	-0.025
Si	-0.016	-0.007	0.012
Si	0.021	-0.004	-0.001
Si	-0.016	0.01	0.001
Si	-0.033	-0.022	-0.017
Si	0.028	-0.005	-0.003
Si	-0.033	-0.033	-0.005
Si	0.047	0.026	0.001
Si	-0.016	-0.003	0.011
Si	0	0.014	-0.028
Si	0.04	0.024	-0.028
Si	-0.036	-0.036	-0.01
Si	-0.049	0.011	-0.023
Si	0.061	0.02	-0.031
Si	-0.022	-0.007	-0.018
Si	-0.006	0.023	-0.014
Si	0.015	-0.007	-0.027
Si	-0.014	-0.014	-0.016
Si	0.024	0.019	-0.04
Si	0.012	-0.023	-0.003
Si	-0.014	-0.005	0.028
Si	0.013	-0.038	0.052
Si	0.064	0.015	0.05
Si	0.005	0.027	-0.012
Si	0.052	0.017	0.019
Si	-0.059	0.072	-0.026
Si	0.043	-0.018	0.053
Si	0.029	-0.009	0.048
Si	-0.015	-0.039	0.038
Si	-0.025	0.004	0.048
Si	0.003	0.015	-0.004
Si	0.021	-0.084	0.018
Si	-0.001	-0.009	0.046
Si	-0.013	0.008	0.031
Si	-0.041	0.005	0.032
Si	0.008	-0.027	0.032
Si	0.007	0.013	0.028
Si	-0.004	-0.003	0.047
Si	-0.138	0.182	-0.579
Si	0.088	0.154	-0.635
Si	-0.069	0.005	-0.657
Si	-0.233	-0.371	-0.634
Si	0.186	0.353	-0.631
Si	0.353	0.119	-0.605
Si	-0.282	0.159	-0.62
Si	-0.184	-0.275	-0.766
Si	-0.237	-0.078	-0.662
Si	0.207	0.283	-0.692
Si	0.497	0.357	-0.527
Si	-0.141	-0.234	-0.568
Si	0.333	0.393	-0.55
Si	-0.197	-0.032	-0.572
Si	0.133	0.024	-0.624
Si	-0.18	-0.058	-0.778
Si	-0.03	-0.178	-0.615
Si	-0.318	-0.206	-0.664
Si	0.008	0.048	-0.054
Si	-0.074	0.031	0.047
Si	0.01	0.048	0.066
Si	-0.028	-0.038	0.152
Si	0.018	-0.03	0.095
Si	0.095	-0.005	-0.052
Si	0.102	0.03	0.022
Si	-0.086	-0.051	0.159
Si	-0.014	0.039	-0.026
Si	-0.163	0.044	0.047
Si	0.002	-0.071	0.138
Si	-0.17	-0.019	-0.014
Si	-0.053	0.005	-0.004
Si	-0.012	-0.004	0.026
Si	0.077	-0.084	0.1
Si	-0.009	0.12	-0.17
Si	-0.028	-0.027	0.028
Si	-0.045	-0.038	-0.042
Si	0.045	-0.041	-0.097
Si	-0.071	0.009	-0.043
Si	-0.049	-0.005	-0.072
Si	0.003	-0.224	0.084
Si	0.056	-0.055	-0.002
Si	-0.03	-0.078	-0.081
Si	-0.017	-0.008	-0.054
Si	-0.128	-0.047	-0.027
Si	-0.091	-0.034	0.082
Si	0.015	0.059	-0.005
Si	-0.037	-0.073	-0.181
Si	0.015	-0.118	-0.13
Si	-0.064	-0.093	-0.055
Si	-0.015	-0.064	0.054
Si	0.066	0	-0.181
Si	-0.014	0.038	0.099
Si	-0.142	-0.066	0.041
Si	-0.038	0.029	-0.1
Si	-0.167	0.03	-0.044
Si	-0.089	0.06	-0.153
Si	0.061	0.11	0.024
Si	0.062	0.057	0.034
Si	0.051	-0.045	0.016
Si	0.034	-0.03	-0.025
Si	0.007	0.03	0.061
Si	-0.003	0.008	0.083
Si	0.069	-0.078	0.095
Si	-0.025	0.147	0.091
Si	0.005	0.011	-0.021
Si	0.1	0.066	-0.015
Si	0.031	-0.074	-0.073
Si	0.023	-0.04	0.241
Si	-0.028	0.107	-0.004
Si	0.024	0.005	0.116
Si	-0.054	0.092	0.074
Si	-0.027	0.086	0.039
Si	0.232	-0.24	0.837
Si	-0.015	0.204	0.736
Si	0.264	-0.163	0.726
Si	-0.223	0.02	0.66
Si	0.113	-0.25	0.734
Si	0.055	0.158	0.756
Si	0.242	-0.092	0.727
Si	0.039	-0.135	0.611
Si	0.015	-0.042	0.402
Si	0.248	0.028	0.691
Si	-0.15	0.308	0.761
Si	-0.121	0.185	0.728
Si	-0.17	0.014	0.647
Si	0.379	-0.075	0.69
Si	-0.217	0.194	0.744
Si	-0.215	0.162	0.731
Si	0.235	-0.121	0.731
Si	0.018	-0.12	0.661
Si	0.003	0.005	-0.044
Si	0.004	-0.038	-0.032
Si	-0.001	0.027	-0.051
Si	-0.023	0.026	-0.038
Si	-0.003	-0.001	-0.092
Si	-0.003	-0.03	-0.06
Si	0.005	-0.004	-0.047
Si	0.027	-0.012	-0.037
Si	0.012	-0.006	-0.046
Si	-0.034	0.008	-0.051
Si	0.016	-0.025	-0.027
Si	-0.008	-0.012	-0.036
Si	-0.014	-0.022	-0.044
Si	-0.023	0.006	-0.053
Si	0.018	0	-0.05
Si	0.017	-0.029	-0.069
Si	-0.032	-0.009	-0.061
Si	0.009	-0.007	-0.02
Si	-0.011	0.003	0.017
Si	-0.025	0	-0.008
Si	-0.006	-0.011	0.003
Si	0.017	-0.006	0.001
Si	0.004	0.001	0.004
Si	0.008	0.002	0.019
Si	0.007	0.003	0.028
Si	0.004	-0.017	0.045
Si	-0.01	0.011	0.02
Si	0.016	0.013	0.027
Si	0.017	0.023	0.006
Si	-0.01	0.004	0.009
Si	-0.005	0.028	0.018
Si	-0.004	0	0.019
Si	-0.024	-0.025	0
Si	0.011	0.005	-0.009
Si	-0.01	-0.008	0.017
Si	-0.027	-0.021	0.012
Si	0.012	-0.006	-0.019
Si	0.01	0.013	0.015
Si	0.004	0.032	-0.054
Si	0.005	0.004	0.013
Si	0.003	0.004	-0.02
Si	-0.012	0.02	0.027
Si	-0.023	0.017	-0.001
Si	-0.018	-0.003	-0.021
Si	-0.006	0.006	0.016
Si	0.032	-0.002	0.011
Si	-0.014	-0.02	-0.007
Si	-0.01	0.009	-0.021
Si	-0.012	0.006	0.007
Si	0.018	0.008	-0.02
Si	0.01	0.021	0.009
Si	0.018	0.012	0.011
Si	0.002	-0.006	-0.012
Si	-0.008	-0.008	-0.008
Si	0.01	-0.008	-0.007
Si	0.005	-0.001	0.012
Si	-0.013	-0.013	0.004
Si	0.022	0	-0.006
Si	-0.004	-0.023	0.005
Si	-0.001	0.002	-0.002
Si	0.001	-0.02	0.001
Si	0.018	0.001	-0.013
Si	0.015	-0.016	-0.007
Si	-0.005	0	0.001
Si	-0.013	0.009	0.003
Si	0.003	0.003	-0.002
Si	0.01	-0.023	0.003
Si	0.015	0.002	0.002
Si	-0.007	0.002	0.008
Si	-0.009	-0.002	0.014
Si	-0.014	-0.004	-0.001
Si	-0.002	0	0.001
Si	-0.038	-0.031	-0.028
Si	-0.011	-0.001	0.021
Si	0.002	0.012	-0.024
Si	-0.012	-0.015	-0.013
Si	0.003	0.021	-0.019
Si	-0.007	0.024	0.037
Si	0.022	0.008	-0.038
Si	-0.015	-0.011	-0.004
Si	0.006	0.024	0.018
Si	0.016	0.008	0.029
Si	0.017	-0.014	-0.001
Si	-0.023	-0.01	0
Si	-0.015	-0.016	-0.021
Si	0.002	-0.017	0.012
Si	-0.039	0.007	0.022
Si	0.024	0.038	0.021
Si	0.008	-0.004	0.005
Si	-0.009	0.028	-0.007
Si	-0.001	0.013	-0.019
Si	-0.015	-0.025	0.001
Si	-0.01	0.017	-0.017
Si	-0.021	0.002	-0.011
Si	0.025	-0.006	-0.018
Si	-0.023	0.008	-0.014
Si	0.006	-0.009	-0.019
Si	0.023	0.014	-0.039
Si	0.029	0.01	-0.031
Si	-0.055	0.012	-0.044
Si	0.026	0	-0.017
Si	-0.009	-0.007	-0.011
Si	-0.002	-0.007	-0.019
Si	0.005	-0.01	-0.005
Si	0.047	-0.026	-0.026
Si	-0.036	0.023	-0.049
Si	0.005	-0.029	-0.027
Si	-0.003	0.011	0.003
Si	-0.01	0.006	0.015
Si	-0.008	-0.02	0.044
Si	0.019	-0.002	0.032
Si	-0.018	-0.006	0.042
Si	0.008	0.004	0.024
Si	-0.006	0.006	0.025
Si	-0.021	-0.004	0.043
Si	0.014	0	0.058
Si	0.003	0.037	0.039
Si	0.044	0.013	0.06
Si	-0.021	0.004	0.033
Si	-0.029	0.008	0.044
Si	0.016	0.022	0.046
Si	0.015	0.003	0.02
Si	-0.005	0.024	0.059
Si	-0.05	-0.006	0.033
Si	-0.009	0.033	0.077
Si	0.019	0.028	0.024
Si	0.238	0.042	-0.682
Si	-0.321	-0.1	-0.67
Si	0.155	0.324	-0.662
Si	-0.07	-0.047	-0.653
Si	0.157	0.084	-0.701
Si	-0.249	-0.072	-0.663
Si	0.292	0.134	-0.697
Si	-0.051	-0.235	-0.721
Si	0.022	0.089	-0.547
Si	0.138	0.282	-0.754
Si	0.228	0.059	-0.624
Si	-0.216	-0.031	-0.728
Si	0.034	0.148	-0.714
Si	-0.215	-0.061	-0.707
Si	0.035	0.246	-0.701
Si	-0.229	-0.093	-0.698
Si	0.334	0.125	-0.712
Si	0.007	-0.012	-0.736
Si	-0.074	-0.009	-0.037
Si	0.058	-0.006	-0.174
Si	0.004	-0.154	0.075
Si	0.034	-0.008	0.099
Si	0.042	-0.106	-0.065
Si	0.021	-0.199	-0.103
Si	-0.066	0.03	-0.021
Si	-0.079	-0.113	0.101
Si	0.071	0.04	0.105
Si	-0.042	0.009	0.019
Si	0.101	0.078	0.026
Si	-0.16	-0.017	-0.013
Si	-0.013	0.016	-0.026
Si	-0.046	-0.05	0.011
Si	0.021	0.026	-0.046
Si	0.046	-0.006	-0.112
Si	-0.001	0.095	-0.166
Si	0.082	-0.206	0.088
Si	0.122	-0.027	-0.042
Si	-0.148	0.015	-0.076
Si	0.085	-0.078	0.048
Si	0.01	-0.041	0.098
Si	-0.044	0.028	0.094
Si	0.009	-0.034	-0.031
Si	0.172	0.02	-0.051
Si	0.055	-0.017	-0.214
Si	-0.027	0	-0.124
Si	0.078	-0.014	0.065
Si	-0.011	0.091	0.071
Si	-0.004	0.112	0.008
Si	0.079	-0.017	-0.156
Si	0.027	0.038	-0.167
Si	-0.004	0.102	-0.049
Si	0.071	-0.102	0.123
Si	-0.087	-0.024	-0.133
Si	-0.011	0.123	0.009
Si	-0.107	0.022	-0.127
Si	0.022	0.11	-0.103
Si	0.029	0.036	0.018
Si	0.028	-0.09	0.111
Si	-0.087	-0.005	0.019
Si	0.069	-0.021	0.007
Si	0.063	0.125	-0.143
Si	0.036	0.1	0.16
Si	-0.02	0.029	0.062
Si	0.093	0.001	-0.03
Si	-0.002	0.006	-0.034
Si	-0.046	-0.042	0.116
Si	0.02	0.008	-0.162
Si	-0.087	0.044	0.11
Si	-0.124	0.004	0.041
Si	0.059	0.056	0.009
Si	0.026	-0.049	0.164
Si	-0.008	-0.026	-0.086
Si	-0.163	0.229	0.69
Si	-0.253	0.178	0.646
Si	0.116	-0.197	0.66
Si	0.175	-0.106	0.731
Si	-0.204	0.228	0.689
Si	0.214	-0.164	0.709
Si	0.338	-0.309	0.638
Si	-0.278	0.339	0.628
Si	-0.117	0.161	0.611
Si	-0.013	-0.128	0.744
Si	-0.266	0.267	0.612
Si	-0.085	0.049	0.656
Si	0.319	-0.177	0.645
Si	-0.305	0.227	0.739
Si	0.074	0.214	0.842
Si	-0.475	0.293	0.565
Si	0.156	-0.011	0.602
Si	-0.154	0.034	0.713
Si	0.023	0.004	-0.054
Si	-0.034	0.071	-0.016
Si	-0.002	0.002	-0.061
Si	0.006	-0.013	-0.057
Si	-0.013	-0.013	-0.057
Si	-0.006	0.017	-0.068
Si	-0.066	-0.001	-0.03
Si	0.002	0.009	-0.028
Si	-0.008	-0.071	-0.027
Si	0.007	-0.018	0.004
Si	0	-0.011	-0.089
Si	0.003	-0.003	-0.031
Si	-0.034	0.016	-0.061
Si	-0.02	-0.037	-0.021
Si	-0.049	0.005	-0.045
Si	-0.003	-0.024	-0.043
Si	-0.01	0.028	-0.058
Si	-0.022	-0.004	-0.062
Si	-0.005	0.004	-0.026
Si	0.025	0.011	-0.005
Si	-0.012	-0.008	0.019
Si	-0.015	-0.001	0.026
Si	0.023	0.034	0.019
Si	0.006	-0.002	0.033
Si	0.015	-0.023	0.016
Si	-0.005	-0.007	0.003
Si	0.01	0.03	0.018
Si	-0.015	0.025	0.055
Si	-0.003	0	0.019
Si	0.012	0.023	0.014
Si	0.002	0	0.005
Si	-0.027	0.071	0.001
Si	0.046	-0.056	-0.014
Si	0.013	0.037	0.031
Si	0.014	-0.047	0.032
Si	0.021	-0.008	0.004
Si	0.007	0.012	0.041
Si	-0.004	-0.018	0.017
Si	0	0.003	-0.001
Si	-0.003	-0.006	0.001
Si	0.001	-0.016	0.02
Si	-0.002	0	-0.021
Si	0.002	-0.009	0.011
Si	-0.005	-0.009	0.028
Si	0.012	-0.02	0.016
Si	0.01	-0.012	0.008
Si	0.009	-0.014	0.007
Si	-0.013	-0.008	0.03
Si	-0.002	0.022	-0.013
Si	0.001	0	0.009
Si	-0.036	0.029	-0.005
Si	-0.028	-0.004	0.017
Si	-0.001	0.028	-0.005
Si	-0.003	-0.003	0.019
Si	0.008	-0.006	-0.002
Si	0.012	0.005	-0.022
Si	0.028	-0.008	-0.001
Si	0.019	-0.003	0.002
Si	0.01	-0.023	-0.001
Si	0.01	-0.004	-0.022
Si	-0.007	0.011	0.012
Si	0.008	0.007	-0.009
Si	0.013	0.007	0.002
Si	0.005	0.008	-0.013
Si	-0.009	-0.003	-0.012
Si	0.018	0.016	-0.002
Si	-0.004	-0.012	0
Si	0.012	-0.002	-0.008
Si	-0.009	-0.004	-0.004
Si	0.018	0.004	0.006
Si	0.018	0.008	0.003
Si	-0.009	0.013	-0.012
Si	-0.013	0.027	-0.01
Si	-0.033	-0.013	0.006
Si	0.002	-0.012	0.005
Si	-0.004	0.01	0.027
Si	0.033	0.005	-0.022
Si	-0.008	-0.002	0.024
Si	-0.013	0.026	-0.002
Si	0.006	0.02	0.002
Si	-0.013	-0.059	0.018
Si	-0.01	-0.019	0.011
Si	-0.015	0.007	-0.005
Si	0.02	-0.002	0.04
Si	-0.017	0.011	0.007
Si	-0.014	0.011	0.011
Si	0.007	-0.028	0.005
Si	-0.002	0.022	0.036
Si	-0.006	-0.01	0.012
Si	0.009	-0.009	0.026
Si	0.017	0.012	-0.019
Si	-0.001	0.022	-0.021
Si	0.014	-0.004	-0.018
Si	0.012	0.011	-0.022
Si	0.005	-0.009	-0.019
Si	-0.008	0	-0.047
Si	0.06	0.021	-0.011
Si	-0.021	0.017	-0.022
Si	-0.006	-0.011	-0.044
Si	-0.001	0.013	-0.027
Si	0.005	-0.014	-0.023
Si	0.006	-0.007	-0.045
Si	0.037	-0.007	-0.03
Si	-0.019	-0.018	-0.014
Si	0.008	-0.013	-0.017
Si	0.015	0.023	-0.016
Si	-0.012	-0.027	-0.025
Si	-0.003	0.003	-0.017
Si	-0.035	-0.025	0.043
Si	-0.025	-0.018	0.057
Si	-0.022	0.008	0.02
Si	-0.033	-0.012	0.022
Si	0.013	-0.062	0.062
Si	-0.037	0.022	0.039
Si	-0.003	0.011	0.046
Si	-0.032	-0.001	0.065
Si	0.002	-0.045	0.051
Si	-0.004	0.006	0.042
Si	-0.005	-0.042	0.068
Si	-0.03	0.006	0.042
Si	-0.005	0.036	0.077
Si	-0.002	-0.006	0.034
Si	0.024	-0.059	0.003
Si	-0.008	0.068	0.049
Si	-0.004	0.035	0.05
Si	-0.001	-0.034	0.054
Si	-0.218	-0.323	-0.741
Si	0.092	0.253	-0.678
Si	0.196	0.077	-0.616
Si	-0.106	-0.162	-0.743
Si	0.221	0.182	-0.803
Si	0.083	-0.104	-0.696
Si	0.176	-0.055	-0.747
Si	-0.286	-0.101	-0.769
Si	-0.181	-0.198	-0.701
Si	0.051	-0.018	-0.434
Si	0.004	0.286	-0.737
Si	-0.129	-0.301	-0.733
Si	0.156	0.173	-0.821
Si	-0.263	-0.156	-0.708
Si	0.28	0.235	-0.733
Si	0.136	-0.011	-0.707
Si	0.054	0.084	-0.561
Si	-0.136	0.04	-0.622
Si	0.061	-0.012	0.119
Si	-0.068	0.024	0.003
Si	-0.001	-0.06	0.021
Si	0.039	-0.145	0.168
Si	0.07	-0.031	0.178
Si	0.047	-0.008	-0.02
Si	0.029	-0.06	-0.119
Si	0.089	-0.087	-0.052
Si	0.031	0.001	0.042
Si	0.138	0.134	-0.048
Si	0.001	-0.05	-0.067
Si	-0.043	-0.064	0.045
Si	-0.136	0.083	0.012
Si	0.069	0.121	0.147
Si	-0.086	0.039	-0.167
Si	0.052	0.038	-0.041
Si	0.016	-0.018	-0.071
Si	-0.098	0.031	0.052
Si	0.108	0.12	0.105
Si	-0.118	0.023	-0.012
Si	0.029	0.089	-0.085
Si	0.063	0.047	0.07
Si	-0.054	-0.002	-0.045
Si	0.036	-0.049	0.037
Si	0.078	-0.027	-0.133
Si	-0.1	-0.109	0.069
Si	-0.093	-0.113	-0.053
Si	-0.027	0.01	0.105
Si	0.016	-0.02	-0.218
Si	0.175	0.057	-0.093
Si	0.004	0.05	-0.13
Si	-0.026	-0.017	-0.1
Si	0.04	-0.045	0.012
Si	-0.046	0.023	0.023
Si	-0.016	-0.101	-0.176
Si	0.007	0.079	-0.143
Si	-0.005	-0.05	-0.05
Si	0.063	-0.075	-0.025
Si	-0.046	0.075	-0.004
Si	-0.044	-0.075	-0.056
Si	0.092	0.03	0.052
Si	-0.054	-0.15	0.054
Si	0.031	0.147	0.038
Si	-0.135	0.029	0.25
Si	0.082	0.063	0.129
Si	0.158	0.031	-0.085
Si	-0.011	-0.047	0.123
Si	-0.034	-0.052	-0.066
Si	-0.155	-0.002	0.129
Si	0.016	0.125	0.057
Si	-0.017	0.048	-0.02
Si	0.056	0.072	-0.101
Si	0.035	-0.11	0.041
Si	-0.064	0.003	0.19
Si	0.253	-0.23	0.69
Si	-0.305	0.036	0.664
Si	0.275	-0.17	0.693
Si	0.189	0.031	0.623
Si	-0.014	0.041	0.385
Si	-0.231	0.366	0.585
Si	0.082	-0.179	0.694
Si	0.158	-0.288	0.793
Si	-0.194	0.26	0.675
Si	-0.214	0.255	0.67
Si	0.288	-0.32	0.606
Si	-0.192	0.085	0.715
Si	-0.178	0.123	0.782
Si	-0.174	0.203	0.685
Si	0.397	-0.119	0.661
Si	-0.28	0.01	0.709
Si	-0.107	-0.047	0.681
Si	0.103	-0.168	0.714
Si	0.027	0.014	-0.076
Si	0.008	0.006	-0.069
Si	0.002	-0.033	-0.079
Si	-0.013	-0.005	-0.132
Si	0.01	0.017	-0.053
Si	-0.004	0.002	-0.033
Si	-0.025	0.004	-0.033
Si	0.009	0.006	-0.052
Si	0.026	-0.01	-0.06
Si	-0.012	-0.02	-0.04
Si	0.044	0.002	-0.034
Si	0.01	-0.007	-0.066
Si	-0.018	-0.001	-0.045
Si	-0.004	0.029	-0.028
Si	-0.037	-0.003	-0.012
Si	0.01	0.007	-0.018
Si	-0.002	-0.009	-0.058
Si	-0.011	0.018	-0.074
Si	0.013	-0.012	0.036
Si	-0.006	-0.021	0.031
Si	0.005	0.028	0.043
Si	-0.015	-0.02	0.041
Si	0.003	0.009	0.019
Si	0.003	-0.017	0.01
Si	0.02	0.012	0.025
Si	-0.027	0.004	0.039
Si	0.01	0.013	-0.007
Si	0.021	0.014	0.014
Si	-0.041	0.004	0.009
